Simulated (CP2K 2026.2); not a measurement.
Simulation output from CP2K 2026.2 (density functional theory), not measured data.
Periodic cell of 2052 atoms, Si1404O648, from a study of silicon, its oxide and their interface. The atomic structure is a simulated model.
Doubt: the forces sum to 2.71 eV/angstrom along one axis rather than to zero, so they err by at least 0.0013 eV/angstrom per atom on average; the grid cutoff is modest.

Settings: functional PBE; method Gaussian and plane waves; basis set DZVP-MOLOPT-SR-GTH; pseudopotentials GTH-PBE; grid cutoff 400 Ry, relative cutoff 50 Ry; k points Gamma only; occupations fixed; spin none; net charge 0.

Cell vectors (angstrom)
a 16.407 0 0
b 0 65.628 0
c 0 0 34.2059

Atoms and the computed forces on them: element, x, y, z (angstrom), force x, y, z (eV/angstrom)
Si -0.075 0.129 -0.159 0.086 -0.168 -0.128
Si 3.064 2.815 -0.003 0.118 -0.221 0.302
Si -0.296 5.605 0.222 -0.073 0.125 0.032
Si 3.161 8.155 0.255 -0.225 -0.172 0.545
Si 0.134 10.535 -0.521 -0.484 0.259 0.515
Si 2.976 13.749 0.14 -0.046 0.076 -0.105
Si -0.315 16.888 0.02 0.153 -0.087 0.058
Si 3.269 18.741 0.009 0.117 -0.293 0.014
Si -0.034 22.064 -0.125 0.131 0.038 -0.067
Si 2.652 25.166 -0.317 0.179 -0.182 0.478
Si -0.504 27.804 -0.434 0.047 0.122 0.123
Si 3.21 30.133 -0.069 -0.116 0.044 0.218
Si -0.298 33.208 0.036 -0.015 -0.076 -0.145
Si 2.85 36.005 -0.044 -0.049 -0.31 0.214
Si -0.62 38.776 0.043 -0.207 0.041 -0.115
Si 2.466 41.082 0.087 -0.067 0.101 -0.139
Si 0.259 43.274 0.046 0.107 0.164 0.064
Si 2.617 46.969 0.093 -0.043 -0.182 -0.101
Si 0.277 49.011 0.09 -0.051 -0.008 -0.254
Si 3.372 51.423 0.308 0.087 -0.12 -0.251
Si -0.047 54.932 0.194 0.118 -0.018 -0.056
Si 2.761 57.654 0.094 0.024 -0.051 0.099
Si 0.417 59.768 -0.167 0.06 -0.038 0.092
Si 3.483 62.265 -0.101 0.171 0.155 -0.187
Si 5.079 0.361 -0.1 -0.002 -0.217 0.035
Si 8.169 2.866 -0.088 0.106 -0.141 -0.035
Si 5.404 5.919 0.056 0.304 -0.274 0.076
Si 8.665 8.062 -0.033 -0.437 -0.019 -0.044
Si 5.196 11.582 -0.232 0.216 -0.18 -0.059
Si 7.702 14.302 0.134 -0.036 0.125 -0.021
Si 5.418 16.496 0.424 -0.122 0.068 -0.301
Si 8.005 19.125 -0.036 -0.096 0.038 0.002
Si 5.966 21.468 0.084 -0.181 0.156 0.104
Si 8.325 24.363 0.628 -0.211 -0.111 -0.317
Si 5.378 27.804 -0.115 0.138 0.054 0.417
Si 7.785 30.703 0.008 0.244 -0.092 0.279
Si 5.664 32.92 0.513 -0.28 -0.185 0.054
Si 8.075 35.705 0.441 -0.183 0.07 -0.343
Si 5.826 37.801 0.144 0.248 0.017 0.231
Si 8.208 40.569 0.182 0.045 0.002 0.14
Si 5.642 43.814 -0.12 -0.048 0.072 0.127
Si 7.741 47.198 -0.013 -0.128 0.306 -0.158
Si 5.521 49.279 0.555 -0.062 0.065 -0.493
Si 8.21 51.983 0.437 -0.018 0.141 -0.258
Si 5.944 54.135 0.09 0.247 -0.079 0.027
Si 7.771 57.9 0.048 -0.003 -0.157 -0.249
Si 5.62 60.017 0.663 0.013 0.008 -0.502
Si 8.641 62.329 -0.003 -0.277 0.067 -0.218
Si 11.273 -0.497 -0.184 0.134 0.041 0.047
Si 14.044 2.349 -0.127 -0.11 0.234 -0.226
Si 11 5.827 -0.386 0.223 0.07 0.059
Si 13.999 7.879 -0.063 0.14 -0.145 0.368
Si 11.061 11.161 0.089 0.125 0.187 -0.402
Si 13.503 14.15 0.132 -0.009 0.168 0.03
Si 11.165 16.204 -0.074 0.046 -0.235 -0.172
Si 13.993 19.223 -0.285 0.019 0.095 0.02
Si 10.537 22.299 0.271 0.037 -0.007 -0.46
Si 13.955 24.079 -0.079 -0.21 0.134 -0.05
Si 10.35 27.258 -0.096 0.302 -0.462 0.259
Si 13.551 29.873 0.429 -0.071 0.359 0.003
Si 10.149 33.422 -0.008 0.385 0.025 0.198
Si 13.617 35.322 0.165 -0.047 0.15 -0.063
Si 10.643 38.557 0.185 0.126 -0.096 -0.224
Si 13.695 40.969 0.439 0.153 -0.093 -0.219
Si 11.438 42.996 -0.497 -0.337 -0.229 0.159
Si 13.492 46.398 -0.335 0.041 0.118 0.207
Si 10.551 49.925 -0.13 -0.296 0.216 0.305
Si 13.621 52.343 0.062 -0.063 0.054 -0.321
Si 11.164 54.333 0.44 -0.162 0.208 -0.316
Si 13.959 56.956 0.102 0.031 0.002 -0.118
Si 10.764 60.016 0.078 0.066 -0.103 -0.022
Si 13.401 62.89 0.111 0.105 0.078 -0.095
Si 1.439 1.417 1.188 0.013 0.09 -0.23
Si 4.342 4.133 1.409 0.052 0.242 -0.495
Si 1.37 6.905 1.364 0.14 -0.002 -0.297
Si 4.24 9.893 1.321 0.105 0.038 -0.381
Si 1.335 12.283 1.084 0.133 -0.007 -0.387
Si 4.069 15.109 1.686 -0.054 -0.116 -0.288
Si 1.457 17.844 1.303 -0.082 -0.055 -0.232
Si 4.22 20.455 1.348 0.197 0.027 -0.323
Si 1.43 23.492 1.097 -0.043 -0.097 -0.331
Si 4.127 26.195 1.194 0.08 0.136 -0.145
Si 1.346 28.851 0.984 0.154 0.09 -0.379
Si 4.041 31.57 1.59 0.048 0.147 -0.264
Si 1.357 34.426 1.244 0.194 0.085 -0.296
Si 4.224 36.852 1.616 -0.025 0.188 -0.267
Si 1.198 39.63 1.429 0.016 0.057 -0.102
Si 4.188 42.346 1.218 -0.112 0.095 -0.099
Si 1.434 45.103 1.218 -0.035 0 -0.385
Si 4.068 47.897 1.7 -0.125 -0.028 -0.228
Si 1.485 50.508 1.472 0.123 0.011 -0.167
Si 4.335 53.167 1.559 0.017 -0.02 -0.161
Si 1.537 56.09 1.459 -0.015 0.111 -0.204
Si 4.117 58.683 1.723 -0.143 -0.208 -0.141
Si 1.558 61.404 1.157 0.046 -0.108 -0.084
Si 4.176 64.194 1.216 -0.037 0.103 -0.084
Si 6.889 1.34 1.213 -0.24 -0.01 -0.226
Si 9.733 4.187 1.083 -0.007 0.03 -0.315
Si 7.051 6.984 1.333 0.105 -0.034 -0.303
Si 9.569 9.785 1.282 -0.022 -0.074 0.071
Si 6.754 12.514 1.332 -0.046 0.007 -0.261
Si 9.558 15.196 1.376 -0.094 -0.02 -0.248
Si 6.854 17.872 1.598 0.133 -0.039 -0.357
Si 9.54 20.444 1.311 -0.193 0.078 -0.199
Si 6.795 23.05 1.662 -0.013 -0.164 -0.351
Si 9.68 25.888 1.68 -0.057 0.088 -0.094
Si 6.925 28.818 1.334 -0.309 0.218 -0.241
Si 9.502 31.615 1.387 -0.065 0.061 -0.43
Si 6.792 34.417 1.847 -0.041 0.015 -0.121
Si 9.598 36.977 1.607 0.056 0.194 -0.222
Si 6.756 39.483 1.588 0.019 -0.154 -0.378
Si 9.567 42.326 1.134 0.091 -0.154 -0.374
Si 6.792 45.35 1.257 0.043 -0.048 -0.069
Si 9.548 48.091 1.238 0.048 0.147 -0.139
Si 6.923 50.611 1.809 -0.02 0.061 -0.254
Si 9.591 53.287 1.78 0.107 -0.005 -0.221
Si 6.904 55.992 1.344 -0.065 0.009 -0.29
Si 9.496 58.71 1.513 -0.093 -0.019 -0.207
Si 7.046 61.511 1.606 0.34 0.063 -0.211
Si 9.673 64.077 1.244 0.027 -0.075 -0.18
Si 12.371 1.216 1.131 -0.021 -0.102 -0.145
Si 14.946 3.985 1.409 0.103 0.008 -0.238
Si 12.349 6.838 1.284 0.145 0.205 -0.328
Si 15.08 9.624 1.156 -0.05 -0.17 -0.243
Si 12.336 12.546 1.421 0.078 0.165 -0.149
Si 15.02 15.314 1.453 -0.003 0.014 -0.278
Si 12.329 17.965 1.088 0.171 -0.109 -0.222
Si 15.154 20.584 1.281 -0.07 0.103 -0.154
Si 12.336 23.229 1.494 0.112 0.045 -0.029
Si 14.981 25.987 1.012 -0.025 -0.193 -0.302
Si 11.921 28.564 1.395 0.076 -0.139 -0.27
Si 14.93 31.564 1.376 -0.033 -0.138 -0.167
Si 11.997 34.245 1.427 -0.16 -0.042 -0.331
Si 14.784 37.072 1.365 0.052 -0.046 -0.257
Si 12.188 39.655 1.603 -0.043 -0.038 -0.181
Si 15.117 42.367 1.608 0.139 0.042 -0.239
Si 12.218 44.947 1.025 0.142 -0.071 -0.126
Si 15.039 47.682 1.184 -0.094 0.059 -0.184
Si 12.348 50.675 1.293 0.029 0.016 -0.126
Si 15.191 53.345 1.498 -0.009 0.051 -0.224
Si 12.38 55.986 1.573 0.015 -0.06 -0.186
Si 15.156 58.687 1.257 0.093 -0.06 -0.153
Si 12.256 61.347 1.441 -0.132 0.086 -0.222
Si 15.125 64.164 1.206 -0.146 0.021 -0.146
Si 0.052 2.695 2.659 0.046 -0.06 0.182
Si 2.746 -0.057 2.58 0.018 -0.031 0.03
Si -0.013 8.297 2.665 -0.001 -0.081 -0.016
Si 2.803 5.479 2.656 -0.05 0.112 0.222
Si 0.004 13.718 2.578 -0.059 -0.053 -0.211
Si 2.705 11.073 2.661 -0.003 0.087 -0.056
Si 0.101 19.247 2.665 0.056 -0.064 0.088
Si 2.628 16.477 2.839 -0.093 0.033 0.103
Si -0.004 24.723 2.533 -0.089 0.008 0.017
Si 2.77 21.993 2.531 0.025 0.043 -0.235
Si 0.007 30.152 2.573 -0.09 -0.12 0.035
Si 2.687 27.492 2.555 -0.037 0.057 0.019
Si -0.081 35.698 2.654 -0.159 -0.005 0.22
Si 2.599 32.973 2.763 -0.045 0.089 -0.149
Si 0.009 40.993 2.937 0.062 -0.103 0.166
Si 2.698 38.293 2.758 -0.089 0.079 -0.014
Si -0.013 46.389 2.663 0.106 0.015 -0.047
Si 2.819 43.758 2.652 0.033 -0.012 -0.099
Si 0.104 51.906 2.795 -0.026 -0.014 0.021
Si 2.709 49.228 2.998 -0.043 0.006 0.271
Si 0.095 57.413 2.807 -0.069 0.063 -0.016
Si 2.84 54.606 2.785 0.062 -0.046 -0.098
Si 0.112 62.802 2.554 0.082 -0.071 -0.082
Si 2.742 60.165 2.836 -0.077 0.129 0.188
Si 5.63 2.696 2.704 0.023 0.028 0.151
Si 8.247 -0.091 2.551 0.067 -0.058 -0.048
Si 5.593 8.378 2.625 0.041 0.033 0.307
Si 8.364 5.488 2.607 0.036 0.12 0.005
Si 5.481 13.73 2.882 -0.037 -0.024 0.248
Si 8.149 11.076 2.662 0.002 0.028 -0.118
Si 5.473 19.209 2.894 -0.03 0.117 0.142
Si 8.277 16.518 2.833 0.111 -0.017 0.233
Si 5.395 24.672 2.657 -0.118 0.086 -0.084
Si 8.263 21.753 2.88 -0.074 -0.116 0.166
Si 5.473 30.13 2.803 0.306 -0.05 0.287
Si 8.228 27.388 2.773 -0.182 0.163 0.011
Si 5.379 35.617 3.17 0.037 -0.047 -0.018
Si 8.19 32.872 2.91 -0.053 -0.169 0.52
Si 5.406 41.01 2.748 0.066 -0.022 0.035
Si 8.197 38.277 2.966 -0.08 0.081 0.148
Si 5.479 46.469 2.854 -0.016 -0.075 0.212
Si 8.23 43.847 2.528 0.013 -0.107 -0.117
Si 5.557 51.952 3.097 -0.007 0.058 0.242
Si 8.336 49.206 2.946 0.116 -0.115 0.176
Si 5.507 57.226 2.882 0.051 -0.144 0.037
Si 8.247 54.771 2.938 -0.098 0.128 -0.032
Si 5.58 62.961 2.725 -0.084 0.103 0.179
Si 8.269 60.081 2.961 0.085 0.062 0.29
Si 10.982 2.682 2.485 0.07 -0.08 -0.117
Si 13.739 -0.089 2.614 0.041 0.062 0.021
Si 10.966 8.317 2.597 0.208 -0.012 0.108
Si 13.6 5.407 2.695 -0.115 0.011 0.167
Si 10.894 13.802 2.76 -0.162 0.022 0.072
Si 13.724 11.029 2.586 0.08 -0.18 0.067
Si 10.999 19.187 2.641 0.02 -0.01 -0.012
Si 13.613 16.656 2.709 -0.011 0.036 0.048
Si 11.096 24.591 2.945 0.164 0.008 0.131
Si 13.734 21.841 2.725 -0.062 -0.138 0.186
Si 10.836 30.13 2.734 -0.271 0.196 0.072
Si 13.563 27.252 2.565 -0.031 -0.108 0.073
Si 10.89 35.603 2.958 0.038 -0.084 0.081
Si 13.506 32.865 2.72 0.038 0.188 0.164
Si 10.831 41.1 2.805 -0.193 0.115 0.034
Si 13.537 38.293 2.919 0.05 -0.082 0.046
Si 10.914 46.469 2.487 -0.102 0.043 -0.173
Si 13.623 43.817 2.674 -0.028 0.072 0.073
Si 11.054 51.9 2.931 0.212 -0.055 0.126
Si 13.691 49.141 2.591 -0.062 0.047 -0.094
Si 10.95 57.37 2.833 0.056 0.041 0.029
Si 13.779 54.645 2.911 -0.067 -0.07 0.208
Si 10.944 62.78 2.78 -0.103 -0.119 0.105
Si 13.763 60.056 2.683 0.139 -0.102 0.015
Si 1.405 4.097 4.024 0.123 0.048 -0.095
Si 4.135 1.333 3.987 0.068 -0.05 -0.083
Si 1.39 9.634 4.027 -0.075 -0.034 -0.007
Si 4.178 6.927 3.984 -0.068 -0.061 -0.202
Si 1.293 15.031 4.091 0.136 0.065 0.01
Si 4.05 12.356 4.139 0.075 0.063 -0.068
Si 1.439 20.642 4.006 -0.149 -0.024 -0.013
Si 4.063 17.814 4.169 -0.007 0.085 -0.052
Si 1.35 26.066 3.956 0.032 -0.001 -0.074
Si 4.059 23.299 4.022 0.025 0.123 0.079
Si 1.298 31.495 4.064 -0.17 0.02 0.042
Si 4.044 28.741 4.092 0.017 0.144 -0.28
Si 1.302 36.964 4.149 0.002 -0.115 -0.191
Si 3.964 34.167 4.284 0.047 -0.004 0.019
Si 1.434 42.437 4.131 -0.054 -0.048 -0.017
Si 4.033 39.694 4.152 -0.033 0.009 -0.05
Si 1.3 47.762 4.168 0.059 0.042 -0.021
Si 4.103 45.08 4.159 0.063 -0.04 -0.001
Si 1.436 53.284 4.178 0.003 -0.024 0.043
Si 4.124 50.561 4.346 -0.057 0.099 -0.014
Si 1.391 58.8 4.218 -0.055 0.017 -0.086
Si 4.123 55.936 4.261 0.137 0.013 0.004
Si 1.387 64.214 3.995 0.05 0.074 -0.014
Si 4.174 61.562 4.106 -0.08 -0.004 -0.083
Si 6.963 4.135 4.015 0.006 -0.13 -0.015
Si 9.607 1.332 3.906 -0.013 0.032 0.015
Si 6.882 9.686 4.088 -0.143 -0.131 -0.104
Si 9.645 6.901 4.006 -0.062 0 -0.115
Si 6.882 15.127 4.172 0.072 -0.133 -0.116
Si 9.546 12.383 4.069 0.111 -0.004 -0.023
Si 6.844 20.522 4.269 0.058 -0.031 -0.09
Si 9.67 17.879 4.131 -0.162 -0.082 -0.071
Si 6.788 26.008 4.06 0.072 -0.002 -0.041
Si 9.61 23.215 4.17 0.076 -0.067 -0.035
Si 6.809 31.47 4.253 -0.023 0.002 -0.368
Si 9.519 28.783 4.159 -0.096 -0.003 -0.043
Si 6.829 36.971 4.37 0.034 0.092 0.022
Si 9.549 34.214 4.304 -0.054 -0.148 -0.267
Si 6.862 42.435 4.004 0.009 0.012 -0.092
Si 9.533 39.727 4.249 0.005 -0.016 -0.094
Si 6.875 47.829 4.213 0.079 0.028 -0.033
Si 9.581 45.158 3.994 -0.039 -0.017 -0.021
Si 6.93 53.372 4.346 -0.153 0.006 -0.033
Si 9.681 50.565 4.307 0.052 -0.118 -0.046
Si 6.84 58.693 4.231 0.065 -0.021 -0.106
Si 9.643 56.064 4.294 -0.08 -0.025 0.006
Si 6.92 64.298 4.092 -0.082 -0.08 -0.025
Si 9.623 61.488 4.257 0 -0.021 -0.088
Si 12.256 4.013 4.014 0.03 0.175 -0.027
Si 15.073 1.315 4.014 -0.039 -0.017 -0.081
Si 12.365 9.637 3.985 -0.058 -0.015 -0.112
Si 15.026 6.842 3.99 0.007 0.036 -0.088
Si 12.3 15.183 4.07 -0.026 0.119 -0.049
Si 15.07 12.373 3.99 -0.048 -0.027 0.028
Si 12.332 20.516 4.086 0.161 0.018 -0.016
Si 15.085 17.911 4.068 -0.062 -0.031 -0.095
Si 12.407 26.014 4.208 -0.057 -0.077 -0.044
Si 15.099 23.305 4.002 -0.065 0.067 -0.14
Si 12.243 31.439 4.114 0.159 0.025 -0.001
Si 14.995 28.706 3.908 0.07 0.106 -0.113
Si 12.257 36.93 4.31 0.04 0.018 -0.021
Si 14.961 34.25 4.056 -0.068 0.105 -0.187
Si 12.285 42.449 4.107 -0.097 -0.007 -0.056
Si 14.97 39.658 4.225 0.095 0.007 0.023
Si 12.3 47.798 3.99 0.114 -0.016 -0.089
Si 15.014 45.115 4.098 -0.048 0.063 0.004
Si 12.396 53.293 4.287 0.018 -0.043 -0.136
Si 15.055 50.511 4.072 0.014 -0.048 -0.046
Si 12.373 58.755 4.131 -0.051 0.061 0.001
Si 15.134 56.055 4.229 0.015 -0.011 -0.123
Si 12.354 64.209 4.045 0.026 0.004 -0.048
Si 15.121 61.483 4.01 0.014 -0.044 0.018
Si 0.022 -0.046 5.393 -0.039 -0.022 -0.039
Si 2.772 2.71 5.375 -0.084 0.032 -0.033
Si 0.001 5.475 5.358 0.045 -0.021 -0.02
Si 2.762 8.24 5.376 0.046 -0.021 -0.064
Si 0.003 10.992 5.391 0.072 0.045 -0.105
Si 2.698 13.73 5.476 0.008 -0.012 -0.004
Si -0.03 16.458 5.43 -0.118 -0.059 -0.016
Si 2.716 19.24 5.458 0.079 0.022 -0.019
Si 0.038 21.951 5.403 0.061 -0.004 -0.03
Si 2.688 24.667 5.382 -0.065 -0.046 -0.096
Si -0.039 27.381 5.36 -0.036 -0.066 -0.086
Si 2.678 30.119 5.444 0.096 0.023 -0.037
Si -0.085 32.844 5.439 -0.027 -0.067 -0.077
Si 2.635 35.593 5.567 -0.112 0.007 0.011
Si -0.036 38.312 5.556 -0.004 -0.015 0.007
Si 2.728 41.066 5.547 0.036 -0.003 -0.003
Si 0 43.767 5.483 0.012 -0.019 -0.079
Si 2.727 46.449 5.531 -0.03 -0.031 -0.066
Si -0.028 49.169 5.528 -0.033 -0.023 -0.036
Si 2.738 51.941 5.637 0.063 0.009 0.013
Si 0.074 54.651 5.573 -0.014 0.045 -0.049
Si 2.761 57.391 5.557 -0.021 0.009 -0.053
Si -0.001 60.17 5.521 0.031 -0.038 -0.03
Si 2.754 62.903 5.445 0.054 0.047 -0.054
Si 5.49 0.01 5.42 0.027 0.069 -0.022
Si 8.273 2.709 5.362 -0.005 0.046 -0.062
Si 5.528 5.506 5.35 -0.005 0.079 -0.068
Si 8.247 8.248 5.387 0.034 0.037 -0.029
Si 5.456 10.986 5.455 -0.007 -0.043 -0.011
Si 8.225 13.725 5.494 -0.036 0.044 -0.01
Si 5.465 16.46 5.501 -0.022 0.003 0.029
Si 8.254 19.157 5.535 -0.021 0.017 0.057
Si 5.425 21.96 5.465 0.086 0.023 -0.002
Si 8.181 24.626 5.437 -0.021 0.029 -0.021
Si 5.414 27.347 5.448 -0.053 -0.02 -0.014
Si 8.167 30.08 5.574 -0.036 0.052 0.007
Si 5.4 32.818 5.576 0.053 -0.13 0.024
Si 8.181 35.56 5.653 -0.029 -0.035 0.095
Si 5.4 38.369 5.583 0.087 0.022 0.038
Si 8.148 41.115 5.524 0.044 -0.049 -0.036
Si 5.513 43.735 5.487 -0.067 0.02 -0.053
Si 8.258 46.448 5.512 -0.059 -0.012 -0.021
Si 5.522 49.175 5.617 -0.021 -0.016 0.044
Si 8.285 51.941 5.638 0.095 0.069 0.043
Si 5.494 54.656 5.688 0.001 -0.015 -0.024
Si 8.237 57.406 5.632 0.036 0.028 -0.01
Si 5.475 60.142 5.512 -0.022 -0.008 0.01
Si 8.215 62.899 5.507 0.027 -0.027 0.001
Si 10.955 -0.009 5.366 0.018 -0.047 -0.097
Si 13.679 2.692 5.373 0.03 -0.013 -0.055
Si 10.949 5.464 5.37 -0.014 -0.018 -0.01
Si 13.681 8.224 5.364 -0.027 -0.014 -0.015
Si 10.964 10.988 5.369 -0.03 -0.04 -0.047
Si 13.687 13.746 5.37 0.008 -0.017 -0.055
Si 10.973 16.486 5.502 0.025 -0.014 -0.005
Si 13.71 19.204 5.476 -0.002 0.016 0.012
Si 10.986 21.866 5.505 0.01 0.017 -0.008
Si 13.759 24.599 5.478 -0.014 0.018 0.04
Si 10.932 27.376 5.465 0.106 0.091 0.034
Si 13.662 30.042 5.396 -0.038 0.007 -0.051
Si 10.934 32.788 5.56 -0.049 0.061 -0.017
Si 13.669 35.547 5.569 0.046 0.001 -0.063
Si 10.899 38.342 5.601 -0.014 -0.001 -0.011
Si 13.625 41.079 5.526 0.004 -0.03 -0.01
Si 10.916 43.814 5.461 0.057 0.014 -0.062
Si 13.656 46.494 5.462 0.043 -0.005 -0.066
Si 11.038 49.125 5.547 -0.123 0.044 -0.013
Si 13.76 51.869 5.563 -0.052 0.031 -0.028
Si 10.998 54.658 5.625 0.035 -0.005 -0.003
Si 13.714 57.41 5.557 -0.003 -0.06 -0.042
Si 11.022 60.118 5.553 0.055 0.087 -0.014
Si 13.734 62.848 5.414 -0.012 0.058 -0.075
Si 1.377 1.355 6.75 0.064 -0.004 -0.011
Si 4.133 4.121 6.718 0.009 -0.032 -0.028
Si 1.373 6.852 6.72 -0.008 0.006 -0.006
Si 4.101 9.587 6.784 0.007 -0.007 0.03
Si 1.345 12.334 6.8 -0.011 0.006 0.02
Si 4.083 15.086 6.829 0.032 0.003 -0.013
Si 1.348 17.833 6.794 0.021 0.013 -0.034
Si 4.091 20.574 6.839 -0.034 -0.016 -0.01
Si 1.376 23.297 6.8 -0.041 0.02 0.006
Si 4.058 25.972 6.803 0.083 0.029 -0.013
Si 1.323 28.713 6.78 -0.047 0.073 -0.003
Si 4.043 31.415 6.881 0.023 0.022 0.019
Si 1.282 34.173 6.87 0.003 0.05 0
Si 4.044 36.951 6.912 0.003 -0.017 -0.048
Si 1.351 39.688 6.898 -0.055 0.017 -0.026
Si 4.132 42.406 6.891 0.024 -0.077 0.017
Si 1.356 45.103 6.897 0.015 0.031 0.049
Si 4.107 47.803 6.924 0.039 0.032 0.022
Si 1.348 50.533 6.931 0.013 0.024 -0.021
Si 4.113 53.284 7.014 0.013 -0.013 0.015
Si 1.405 56.037 6.951 -0.003 -0.023 -0.009
Si 4.111 58.786 6.908 0.014 0.022 -0.016
Si 1.382 61.549 6.849 -0.011 -0.026 0.01
Si 4.112 64.281 6.807 -0.016 -0.041 -0.002
Si 6.861 1.392 6.762 -0.048 -0.005 -0.01
Si 9.587 4.102 6.747 -0.006 0.002 0.036
Si 6.867 6.87 6.745 -0.026 -0.025 0
Si 9.606 9.616 6.752 0.027 -0.065 -0.029
Si 6.832 12.349 6.815 -0.026 0.039 -0.012
Si 9.597 15.099 6.837 -0.012 -0.018 -0.009
Si 6.849 17.808 6.863 0.059 -0.047 -0.002
Si 9.605 20.534 6.88 -0.033 -0.009 0.01
Si 6.819 23.282 6.832 -0.035 0.023 -0.013
Si 9.569 25.977 6.814 -0.051 -0.005 -0.057
Si 6.786 28.674 6.861 0.039 0.056 -0.031
Si 9.56 31.425 6.914 -0.015 -0.011 -0.002
Si 6.785 34.166 6.937 -0.004 0.054 0.024
Si 9.56 36.946 6.958 -0.047 0.008 0.013
Si 6.805 39.726 6.91 -0.096 0.044 0.002
Si 9.563 42.452 6.87 -0.03 -0.015 -0.013
Si 6.864 45.102 6.882 0.038 -0.008 -0.002
Si 9.62 47.803 6.909 0.026 0.002 0.013
Si 6.889 50.559 6.971 -0.036 0.01 0.003
Si 9.636 53.302 7.006 -0.017 -0.034 0.012
Si 6.868 56.047 7.002 -0.024 -0.002 0.006
Si 9.622 58.794 6.943 -0.045 -0.025 -0.015
Si 6.841 61.528 6.87 -0.017 -0.008 -0.011
Si 9.596 64.29 6.811 -0.026 -0.009 0.015
Si 12.306 1.354 6.758 -0.002 -0.003 0.028
Si 15.035 4.097 6.724 -0.012 0.042 -0.015
Si 12.313 6.845 6.726 0.034 -0.011 -0.015
Si 15.041 9.6 6.731 0.007 -0.033 0
Si 12.322 12.362 6.741 -0.03 0.021 -0.044
Si 15.023 15.086 6.795 0 0.045 -0.025
Si 12.349 17.836 6.849 0.026 -0.061 0.011
Si 15.083 20.584 6.806 -0.084 0.004 -0.033
Si 12.359 23.251 6.838 -0.005 -0.038 -0.015
Si 15.085 25.999 6.811 0.024 -0.048 0.033
Si 12.315 28.706 6.83 -0.037 0.007 -0.008
Si 15.001 31.421 6.798 -0.008 0.047 -0.011
Si 12.306 34.158 6.908 0.029 -0.044 0
Si 15.028 36.927 6.919 0.013 -0.028 0.019
Si 12.289 39.707 6.919 -0.014 0 0.024
Si 15.038 42.416 6.872 0.012 -0.034 0.016
Si 12.302 45.139 6.861 -0.023 -0.01 0
Si 15.013 47.82 6.899 -0.007 0.077 0.012
Si 12.371 50.518 6.933 0.077 -0.025 0.009
Si 15.1 53.272 6.934 0.027 -0.036 -0.018
Si 12.361 56.048 6.958 -0.016 -0.007 -0.003
Si 15.058 58.802 6.915 -0.043 0.043 0.013
Si 12.368 61.535 6.862 -0.004 -0.091 0.003
Si 15.057 64.246 6.793 0.021 -0.004 0.014
Si -0.009 2.732 8.105 -0.005 -0.009 0.005
Si 2.724 0.015 8.162 0.012 0.033 0.013
Si -0.005 8.217 8.09 0.019 0.011 -0.006
Si 2.734 5.473 8.091 0.01 0.021 -0.008
Si -0.021 13.706 8.15 0.03 -0.01 -0.01
Si 2.721 10.953 8.138 0.019 0.014 -0.006
Si 0.004 19.191 8.184 -0.019 -0.038 -0.007
Si 2.717 16.466 8.169 0.041 0.017 -0.002
Si 0.018 24.63 8.195 0.008 0.013 0.017
Si 2.72 21.925 8.198 0.039 -0.014 0.003
Si -0.034 30.058 8.173 0.009 0.006 -0.005
Si 2.693 27.338 8.165 0.018 -0.021 -0.028
Si -0.031 35.542 8.27 -0.033 -0.028 0.002
Si 2.676 32.8 8.217 0.007 -0.005 0.01
Si -0.012 41.052 8.259 -0.007 -0.041 0.001
Si 2.7 38.318 8.277 0.022 -0.019 -0.002
Si -0.006 46.469 8.272 0.012 -0.005 -0.022
Si 2.749 43.757 8.262 -0.026 -0.009 -0.017
Si 0.024 51.907 8.33 -0.01 0.021 0.015
Si 2.741 49.176 8.293 0.014 0.007 -0.013
Si 0.013 57.419 8.286 0.009 -0.025 -0.006
Si 2.75 54.674 8.346 0.035 0.024 0.011
Si -0.002 62.909 8.208 0.002 0.021 0.008
Si 2.722 60.167 8.242 0.008 -0.018 0.004
Si 5.472 2.758 8.122 0.035 0.042 0.008
Si 8.199 0.024 8.162 0.016 0.011 -0.002
Si 5.478 8.212 8.126 -0.025 -0.001 0.002
Si 8.209 5.476 8.111 -0.022 -0.002 0.001
Si 5.459 13.712 8.171 -0.017 0.005 0.002
Si 8.221 10.962 8.13 -0.019 -0.002 0.01
Si 5.467 19.194 8.19 0.03 0.027 -0.01
Si 8.219 16.442 8.207 -0.069 -0.039 0.003
Si 5.435 24.624 8.192 0.031 -0.017 0.021
Si 8.196 21.905 8.193 0.038 0.001 -0.001
Si 5.426 30.038 8.224 -0.018 -0.013 0.012
Si 8.183 27.309 8.2 -0.013 -0.008 0.017
Si 5.416 35.56 8.254 0.037 -0.007 0.016
Si 8.174 32.782 8.261 -0.005 -0.013 0.009
Si 5.458 41.058 8.298 0.023 -0.006 0.022
Si 8.168 38.328 8.263 0.033 -0.05 -0.007
Si 5.496 46.451 8.281 -0.027 0.001 -0.002
Si 8.213 43.769 8.288 -0.009 -0.013 0.017
Si 5.501 51.908 8.342 -0.027 0.002 0.006
Si 8.262 49.172 8.307 -0.008 0.026 0.001
Si 5.472 57.433 8.309 0.065 0.028 0.011
Si 8.239 54.667 8.349 -0.019 -0.014 0.011
Si 5.451 62.905 8.204 -0.014 -0.028 0.01
Si 8.213 60.176 8.258 0.041 0.034 0.012
Si 10.938 2.735 8.126 0.022 0.053 -0.003
Si 13.665 -0.006 8.147 -0.029 0.002 -0.012
Si 10.951 8.216 8.099 -0.046 0.005 0.01
Si 13.667 5.469 8.092 0.019 0.034 0.015
Si 10.966 13.704 8.152 0.008 0.029 0.005
Si 13.673 10.967 8.1 0.013 -0.007 -0.005
Si 10.97 19.17 8.226 -0.004 0.013 -0.002
Si 13.686 16.441 8.193 -0.041 -0.026 0.013
Si 10.949 24.607 8.176 -0.001 -0.004 0.001
Si 13.71 21.897 8.213 0.03 0.028 0.014
Si 10.938 30.035 8.229 0.018 0.062 0.024
Si 13.68 27.323 8.184 -0.019 0.013 0.002
Si 10.933 35.535 8.263 0.003 0.015 -0.011
Si 13.665 32.76 8.23 -0.027 0.001 -0.002
Si 10.913 41.073 8.259 0.026 -0.044 -0.009
Si 13.656 38.311 8.26 0.026 0.022 -0.008
Si 10.966 46.46 8.301 -0.009 0.01 0.009
Si 13.671 43.776 8.245 0.01 -0.004 -0.017
Si 11.004 51.894 8.322 -0.029 0.019 0
Si 13.703 49.171 8.331 -0.008 0.024 0.017
Si 10.97 57.415 8.312 -0.005 0.01 0.008
Si 13.722 54.65 8.305 -0.021 0.006 -0.001
Si 10.954 62.913 8.192 0.025 0.032 -0.006
Si 13.687 60.172 8.274 0.012 0.019 0.017
Si 1.347 4.117 9.471 0.007 -0.009 0.005
Si 4.084 1.404 9.51 -0.023 -0.027 -0.007
Si 1.343 9.581 9.478 0.014 0.002 0.009
Si 4.085 6.844 9.477 0.007 -0.019 -0.002
Si 1.352 15.072 9.508 -0.023 0.003 -0.009
Si 4.085 12.326 9.498 0.019 -0.002 0.003
Si 1.372 20.54 9.566 0.005 0.002 -0.012
Si 4.098 17.818 9.54 0.004 -0.002 -0.002
Si 1.378 25.967 9.575 -0.025 -0.017 0.004
Si 4.098 23.253 9.582 -0.001 0.003 0.003
Si 1.333 31.402 9.562 -0.009 0.021 -0.013
Si 4.069 28.656 9.565 0.015 0.05 -0.002
Si 1.35 36.914 9.618 0 -0.011 -0.002
Si 4.061 34.155 9.587 -0.013 0.023 -0.006
Si 1.379 42.394 9.632 0.02 -0.01 0.011
Si 4.089 39.671 9.636 0.008 -0.015 0.012
Si 1.374 47.814 9.663 -0.011 0.026 0.003
Si 4.118 45.101 9.655 0.01 0.001 0.011
Si 1.388 53.285 9.697 0.002 -0.005 -0.001
Si 4.116 50.533 9.681 0.024 0.012 0.018
Si 1.369 58.804 9.643 -0.016 0.005 -0.007
Si 4.119 56.056 9.689 -0.031 -0.015 0.003
Si 1.348 64.298 9.56 0.003 -0.028 0.002
Si 4.082 61.549 9.596 -0.007 -0.007 -0.008
Si 6.824 4.131 9.492 -0.026 0 -0.004
Si 9.555 1.403 9.521 -0.024 -0.008 0.002
Si 6.845 9.59 9.482 0.008 -0.008 0.002
Si 9.575 6.855 9.467 0.02 0.003 -0.007
Si 6.832 15.073 9.533 0.032 -0.005 0.017
Si 9.585 12.331 9.496 -0.012 -0.002 0.004
Si 6.836 20.542 9.566 -0.005 -0.018 0.003
Si 9.586 17.805 9.57 0.008 -0.003 0.014
Si 6.819 25.949 9.572 0.001 0.014 -0.001
Si 9.578 23.249 9.556 -0.039 0.002 -0.003
Si 6.809 31.387 9.593 0.029 0.021 -0.002
Si 9.559 28.655 9.577 0.006 0.001 -0.012
Si 6.805 36.924 9.598 -0.049 0.005 0.009
Si 9.554 34.151 9.602 -0.024 0.024 0.013
Si 6.843 42.403 9.656 -0.017 -0.026 0.01
Si 9.553 39.682 9.614 -0.027 0.014 0.002
Si 6.866 47.814 9.667 0.004 0.014 -0.004
Si 9.587 45.11 9.673 0.006 0.001 0.01
Si 6.86 53.292 9.702 0.011 0.003 0.014
Si 9.618 50.539 9.696 0.01 0.013 -0.001
Si 6.842 58.818 9.645 -0.035 -0.03 -0.003
Si 9.597 56.058 9.691 0.007 0.002 0.009
Si 6.816 64.296 9.546 -0.009 -0.024 -0.007
Si 9.574 61.57 9.595 -0.028 -0.024 -0.006
Si 12.293 4.122 9.477 -0.002 -0.027 0.008
Si 15.018 1.39 9.502 0.01 -0.002 -0.012
Si 12.308 9.589 9.462 -0.002 -0.009 -0.002
Si 15.022 6.851 9.45 -0.001 -0.027 0.003
Si 12.312 15.066 9.538 0.008 -0.005 0.006
Si 15.021 12.324 9.494 -0.002 0.021 0.002
Si 12.336 20.532 9.577 -0.031 -0.044 0.002
Si 15.052 17.81 9.549 0.003 0 -0.016
Si 12.312 25.957 9.558 -0.009 -0.007 -0.002
Si 15.07 23.26 9.575 -0.039 -0.001 0
Si 12.299 31.394 9.592 -0.022 0.01 -0.002
Si 15.038 28.677 9.562 -0.033 0.011 -0.02
Si 12.292 36.919 9.605 -0.001 -0.032 0
Si 15.018 34.14 9.597 0.015 0.014 -0.01
Si 12.307 42.412 9.625 -0.004 -0.009 -0.005
Si 15.036 39.671 9.619 0 -0.017 0.012
Si 12.325 47.815 9.694 -0.008 0.017 0.003
Si 15.043 45.108 9.649 -0.004 0.011 0.003
Si 12.353 53.283 9.689 0.013 -0.017 -0.013
Si 15.065 50.542 9.703 -0.005 0.003 0.006
Si 12.314 58.816 9.657 -0.017 -0.007 -0.004
Si 15.067 56.043 9.672 0.007 0 -0.014
Si 12.296 64.293 9.561 0.003 -0.02 -0.004
Si 15.041 61.563 9.616 0.003 -0.052 0.002
Si -0.049 0.035 10.91 0.007 0.034 -0.003
Si 2.689 2.758 10.876 0.022 0.016 0.004
Si -0.04 5.486 10.831 -0.008 0.05 -0.014
Si 2.705 8.212 10.837 0.008 0.006 -0.006
Si -0.026 10.944 10.845 0.012 0.002 0.001
Si 2.715 13.69 10.857 0.011 0.016 -0.004
Si -0.001 16.42 10.895 0.018 0.008 -0.005
Si 2.741 19.166 10.927 0.012 -0.005 0
Si 0.014 21.889 10.955 -0.023 -0.006 -0.004
Si 2.732 24.599 10.961 0.037 0.003 0
Si -0.002 27.311 10.936 0.013 0 -0.001
Si 2.707 30.027 10.915 0.01 -0.017 -0.013
Si -0.014 32.766 10.939 0.005 0 -0.001
Si 2.723 35.531 10.961 0.008 -0.008 0.01
Si -0.006 38.29 10.975 -0.014 -0.006 -0.01
Si 2.741 41.033 11.013 -0.026 -0.027 -0.001
Si 0.018 43.749 11.014 -0.015 -0.008 -0.013
Si 2.75 46.454 11.036 0.015 0.006 -0.007
Si 0.034 49.176 11.063 0.011 0.011 -0.003
Si 2.765 51.913 11.056 0.004 0.02 0.004
Si 0.02 54.665 11.053 0 0.001 0.005
Si 2.733 57.432 11.027 0.035 -0.009 0.003
Si -0.014 60.185 10.989 0 0.016 0.003
Si 2.695 62.925 10.942 -0.002 -0.002 0.002
Si 5.427 0.035 10.902 0.025 0.011 -0.005
Si 8.175 2.773 10.881 -0.012 0.024 -0.001
Si 5.441 5.485 10.86 0.004 -0.004 -0.005
Si 8.214 8.222 10.84 -0.026 -0.012 0
Si 5.47 10.962 10.837 -0.033 0.019 -0.007
Si 8.212 13.697 10.86 -0.045 0.027 -0.01
Si 5.469 16.444 10.895 -0.004 -0.003 0.002
Si 8.206 19.171 10.923 -0.002 -0.002 -0.006
Si 5.466 21.884 10.951 0.014 -0.024 0.014
Si 8.193 24.581 10.933 0.029 -0.018 -0.004
Si 5.437 27.29 10.941 0.029 -0.006 0.006
Si 8.174 30 10.947 -0.011 0.035 0.006
Si 5.437 32.766 10.932 0 0.011 0.003
Si 8.169 35.525 10.936 0.03 0.018 -0.004
Si 5.458 38.285 10.976 0.006 -0.031 0.007
Si 8.197 41.017 11.009 0.029 -0.017 0.008
Si 5.481 43.747 11.041 0.002 -0.017 0.002
Si 8.225 46.461 11.063 -0.005 -0.001 -0.001
Si 5.49 49.168 11.049 -0.019 0.012 0.005
Si 8.231 51.912 11.055 -0.013 0.002 0.003
Si 5.486 54.676 11.055 0.016 0.016 0.018
Si 8.2 57.444 11.024 -0.001 0.01 0.012
Si 5.44 60.183 10.982 0.035 0.018 0.01
Si 8.169 62.937 10.937 0.013 0.028 0.008
Si 10.902 0.037 10.908 0.007 0.018 -0.002
Si 13.64 2.765 10.864 -0.018 0.03 -0.002
Si 10.927 5.493 10.845 -0.019 0.009 0.004
Si 13.655 8.21 10.828 0.034 0.019 -0.001
Si 10.95 10.949 10.843 -0.015 -0.018 -0.005
Si 13.667 13.678 10.881 -0.008 -0.007 -0.001
Si 10.95 16.426 10.915 -0.012 -0.025 0.003
Si 13.687 19.154 10.935 -0.011 -0.006 -0.004
Si 10.94 21.879 10.928 0.029 0.008 0
Si 13.675 24.595 10.937 -0.002 0.008 0
Si 10.924 27.284 10.946 -0.008 0.022 0.007
Si 13.659 30.012 10.94 0.013 0.032 -0.005
Si 10.916 32.753 10.943 0.022 -0.022 0
Si 13.649 35.52 10.939 -0.004 -0.009 -0.015
Si 10.911 38.283 10.954 0.021 -0.023 -0.001
Si 13.672 41.035 10.986 -0.008 -0.032 -0.005
Si 10.95 43.739 11.037 0.012 -0.003 0.002
Si 13.693 46.45 11.058 0.008 0.006 -0.008
Si 10.966 49.169 11.087 0.017 -0.004 0.008
Si 13.702 51.91 11.079 0.006 0.025 0.01
Si 10.964 54.666 11.036 -0.009 -0.008 -0.001
Si 13.679 57.431 11.013 -0.014 -0.003 -0.007
Si 10.915 60.198 10.993 0.008 0.002 0.015
Si 13.641 62.934 10.962 -0.007 0.02 0.003
Si 1.293 1.423 12.272 -0.017 -0.059 0.025
Si 4.047 4.138 12.237 0.001 0.012 0.015
Si 1.301 6.87 12.198 0.016 -0.055 0.001
Si 4.08 9.6 12.175 0.007 0.007 -0.009
Si 1.335 12.321 12.204 0.012 -0.011 0.006
Si 4.096 15.047 12.215 -0.004 0.007 -0.008
Si 1.38 17.765 12.26 -0.035 -0.011 -0.011
Si 4.107 20.511 12.322 0.016 0.006 0.004
Si 1.388 23.226 12.345 0.003 0.008 -0.007
Si 4.102 25.932 12.345 -0.014 0.009 0.01
Si 1.376 28.657 12.3 0.003 0.066 -0.004
Si 4.085 31.37 12.278 -0.025 0.015 -0.018
Si 1.368 34.127 12.293 -0.029 0.009 0.003
Si 4.107 36.893 12.32 0.032 0.012 0.003
Si 1.374 39.646 12.349 0.001 -0.048 0.015
Si 4.126 42.366 12.407 0.003 0.033 0.023
Si 1.398 45.079 12.413 -0.013 0.016 0.003
Si 4.121 47.801 12.425 -0.007 -0.02 -0.009
Si 1.411 50.54 12.434 -0.005 0.002 -0.006
Si 4.131 53.288 12.424 -0.021 -0.003 0.001
Si 1.388 56.049 12.408 -0.023 -0.011 -0.009
Si 4.088 58.819 12.383 -0.019 -0.007 0
Si 1.333 61.576 12.342 -0.004 -0.031 -0.011
Si 4.044 64.313 12.293 -0.022 -0.018 -0.005
Si 6.784 1.422 12.253 -0.002 -0.007 -0.021
Si 9.543 4.16 12.229 0.017 -0.012 -0.002
Si 6.823 6.871 12.194 -0.007 -0.001 -0.005
Si 9.586 9.587 12.207 -0.003 0.018 0.014
Si 6.84 12.328 12.201 0.03 -0.012 0.02
Si 9.562 15.055 12.245 -0.018 -0.029 0.017
Si 6.837 17.803 12.278 0.009 0.017 -0.003
Si 9.571 20.521 12.303 -0.013 -0.033 0.001
Si 6.844 23.228 12.327 0.014 0.026 -0.001
Si 9.558 25.913 12.321 -0.037 -0.014 -0.01
Si 6.807 28.627 12.319 0.002 -0.004 0.007
Si 9.558 31.357 12.296 0.011 0.041 -0.001
Si 6.817 34.128 12.288 -0.025 -0.019 0
Si 9.527 36.897 12.292 -0.023 -0.039 0.008
Si 6.832 39.629 12.355 -0.029 -0.008 0.015
Si 9.572 42.358 12.383 -0.028 -0.054 0
Si 6.851 45.091 12.427 0.012 0.026 0.007
Si 9.592 47.804 12.464 -0.008 0.016 0.009
Si 6.859 50.536 12.423 0.009 0.026 -0.011
Si 9.584 53.307 12.41 0.028 0.011 -0.006
Si 6.84 56.075 12.407 -0.001 -0.021 -0.009
Si 9.54 58.844 12.381 -0.002 -0.023 -0.007
Si 6.791 61.582 12.321 -0.016 -0.032 -0.009
Si 9.513 64.329 12.297 -0.011 -0.035 -0.005
Si 12.259 1.429 12.255 0.002 0.002 -0.022
Si 14.977 4.162 12.227 0.047 -0.052 0.004
Si 12.285 6.863 12.216 -0.01 0.004 0.012
Si 15 9.582 12.2 -0.028 -0.031 0.001
Si 12.297 12.305 12.234 0.024 0.044 0.02
Si 15.027 15.047 12.243 0.041 0.023 -0.013
Si 12.317 17.782 12.292 -0.019 0.006 0.015
Si 15.047 20.512 12.305 0.019 -0.013 -0.002
Si 12.31 23.222 12.302 -0.037 -0.032 -0.011
Si 15.052 25.937 12.309 -0.03 -0.01 -0.008
Si 12.302 28.636 12.312 -0.02 -0.001 -0.003
Si 15.032 31.38 12.281 -0.053 -0.026 -0.007
Si 12.281 34.137 12.281 0.024 0.062 0.015
Si 15.024 36.887 12.286 -0.016 -0.031 -0.008
Si 12.29 39.642 12.311 0.01 0.025 -0.01
Si 15.059 42.375 12.371 0.034 0.011 -0.004
Si 12.325 45.08 12.426 -0.001 -0.001 0.002
Si 15.081 47.798 12.428 -0.026 0.033 -0.01
Si 12.338 50.535 12.459 -0.03 0 -0.002
Si 15.074 53.289 12.436 -0.003 0.005 -0.008
Si 12.317 56.061 12.386 0.008 0.021 -0.024
Si 15.023 58.827 12.369 0.011 -0.019 -0.022
Si 12.258 61.592 12.354 0.02 -0.021 -0.014
Si 14.988 64.325 12.319 -0.016 -0.027 0
Si -0.107 2.802 13.621 -0.049 0.096 -0.037
Si 2.64 0.04 13.649 0.031 0.055 -0.026
Si -0.07 8.225 13.583 0.012 0.052 0
Si 2.649 5.515 13.57 -0.044 0.037 -0.018
Si -0.032 13.663 13.591 -0.046 0.054 0.036
Si 2.708 10.951 13.544 0.05 0.009 -0.014
Si 0.009 19.111 13.624 0.012 0.001 -0.018
Si 2.74 16.377 13.608 0.017 0.002 0.017
Si 0.008 24.585 13.702 -0.026 0.001 0.024
Si 2.752 21.854 13.724 -0.013 0.011 0.032
Si 0.002 30.021 13.636 0.017 -0.016 -0.022
Si 2.728 27.3 13.699 0.018 -0.035 -0.009
Si -0.013 35.504 13.618 -0.02 0.016 0.014
Si 2.742 32.742 13.637 0.067 -0.047 0.013
Si 0.02 41.004 13.733 -0.07 0.025 0.005
Si 2.759 38.269 13.685 -0.047 0.014 0.007
Si 0.042 46.432 13.802 -0.005 -0.022 0
Si 2.764 43.714 13.797 -0.009 -0.028 -0.017
Si 0.053 51.913 13.804 0.003 0.021 0.019
Si 2.772 49.166 13.814 0.003 0.029 -0.017
Si -0.008 57.447 13.72 -0.025 -0.006 0
Si 2.766 54.671 13.785 0.011 0.006 0.032
Si -0.062 62.946 13.693 0.037 0.004 0.009
Si 2.692 60.203 13.715 -0.001 0.03 -0.019
Si 5.402 2.773 13.621 0.051 -0.046 0.007
Si 8.132 0.078 13.651 -0.055 0.041 0.017
Si 5.462 8.26 13.527 -0.026 -0.051 0.002
Si 8.18 5.536 13.591 -0.058 -0.007 0.015
Si 5.468 13.688 13.565 -0.02 0.056 0
Si 8.226 10.975 13.547 -0.056 -0.031 -0.034
Si 5.478 19.14 13.684 0.027 -0.047 0.008
Si 8.209 16.427 13.62 0.007 -0.017 -0.016
Si 5.47 24.562 13.718 0.044 -0.054 -0.017
Si 8.211 21.869 13.702 -0.007 -0.028 -0.024
Si 5.41 29.981 13.663 -0.005 0.057 0.015
Si 8.16 27.24 13.694 0.051 0.05 -0.012
Si 5.476 35.506 13.662 -0.023 0.019 0.034
Si 8.169 32.718 13.631 0.019 0.016 0.007
Si 5.499 40.982 13.759 0.055 -0.101 -0.013
Si 8.178 38.233 13.706 0.028 0.011 0.022
Si 5.474 46.432 13.813 -0.004 0.036 -0.018
Si 8.214 43.699 13.777 0.014 0.024 -0.004
Si 5.499 51.91 13.797 0.031 -0.006 0.001
Si 8.201 49.168 13.824 -0.013 0.005 0.011
Si 5.459 57.452 13.769 0.02 -0.015 0.019
Si 8.21 54.696 13.768 -0.007 0.019 0.027
Si 5.397 62.943 13.673 0.033 0.005 0.005
Si 8.135 60.228 13.723 -0.024 0.04 0.014
Si 10.893 2.806 13.614 -0.022 0 -0.012
Si 13.586 0.074 13.661 0.022 0.036 0
Si 10.938 8.228 13.599 -0.009 -0.032 -0.015
Si 13.62 5.52 13.629 0.004 0.028 0.002
Si 10.92 13.67 13.588 -0.01 0.042 -0.038
Si 13.65 10.926 13.598 0.056 -0.045 -0.025
Si 10.943 19.148 13.654 -0.004 0.009 -0.015
Si 13.674 16.388 13.64 0.022 -0.052 0.013
Si 10.93 24.544 13.687 0.031 0.009 -0.015
Si 13.674 21.867 13.679 -0.032 0.027 -0.002
Si 10.91 29.976 13.672 0.011 0.038 0.026
Si 13.68 27.276 13.68 0 0.018 0.029
Si 10.88 35.494 13.612 0.008 -0.003 -0.02
Si 13.655 32.751 13.614 0.007 -0.033 -0.003
Si 10.925 40.958 13.72 0.037 -0.014 0.014
Si 13.657 38.254 13.635 0.053 -0.044 0.004
Si 10.96 46.413 13.829 0.017 0.03 0.037
Si 13.703 43.707 13.778 -0.005 -0.018 0.008
Si 10.933 51.923 13.782 -0.002 0.034 0.005
Si 13.729 49.154 13.818 0.078 -0.081 0.014
Si 10.918 57.446 13.715 0.027 -0.034 0.01
Si 13.687 54.689 13.756 -0.016 -0.013 0.014
Si 10.844 62.964 13.697 0.002 0.055 0.026
Si 13.631 60.216 13.713 -0.022 0.016 0.033
Si 1.237 4.202 14.963 0.054 -0.088 0.053
Si 3.988 1.431 14.994 -0.107 -0.046 0.011
Si 1.307 9.615 14.901 -0.018 -0.083 0.019
Si 4.031 6.936 14.847 0.08 -0.028 -0.039
Si 1.362 14.998 14.953 0.017 -0.026 0.029
Si 4.098 12.305 14.895 -0.091 -0.05 0.021
Si 1.372 20.423 15.022 -0.055 -0.056 -0.014
Si 4.121 17.702 14.993 -0.031 0.03 0.024
Si 1.361 25.96 15.081 -0.001 -0.002 -0.004
Si 4.129 23.209 15.121 0.039 0.038 0.03
Si 1.365 31.382 14.99 -0.043 -0.016 0.011
Si 4.067 28.645 15.104 0.017 0.032 0.054
Si 1.367 36.864 14.963 -0.005 -0.015 0.003
Si 4.131 34.095 14.986 -0.019 -0.022 -0.024
Si 1.414 42.316 15.152 -0.047 0.006 0.044
Si 4.132 39.599 15.101 0.016 -0.006 0.067
Si 1.413 47.786 15.187 0.006 -0.022 0.062
Si 4.132 45.053 15.201 0.033 0.036 0.084
Si 1.428 53.284 15.176 -0.032 -0.034 0.057
Si 4.165 50.512 15.183 -0.045 0.033 0.028
Si 1.322 58.839 15.082 0.025 -0.027 0.06
Si 4.124 56.058 15.154 -0.006 -0.03 0.021
Si 1.279 64.323 15.067 -0.079 -0.005 0.055
Si 4.035 61.587 15.076 -0.035 -0.031 0.069
Si 6.786 4.176 14.937 -0.036 0.054 -0.029
Si 9.496 1.484 14.99 0.058 0.043 -0.008
Si 6.856 9.616 14.879 0.034 0.1 -0.012
Si 9.541 6.908 14.974 0.069 0.028 0.061
Si 6.829 15.048 14.944 0.014 -0.031 0.042
Si 9.575 12.304 14.959 -0.014 0.041 0.099
Si 6.836 20.519 15.072 0.002 0.033 0.044
Si 9.583 17.77 15.007 -0.023 0.022 0.039
Si 6.798 25.911 15.127 -0.004 -0.052 0.108
Si 9.583 23.198 15.102 0.012 0.018 0.076
Si 6.818 31.315 14.984 -0.018 0.028 -0.013
Si 9.556 28.57 15.042 -0.084 -0.08 -0.02
Si 6.83 36.843 15.078 -0.023 -0.061 0.088
Si 9.532 34.099 14.97 0.026 -0.006 0.033
Si 6.876 42.317 15.157 -0.02 0.026 0.06
Si 9.556 39.574 15.08 -0.058 -0.001 0.042
Si 6.833 47.784 15.203 0.032 -0.051 0.012
Si 9.586 45.008 15.185 -0.044 -0.044 0.051
Si 6.855 53.316 15.146 0.029 -0.011 0.023
Si 9.554 50.573 15.173 0.01 -0.053 0.046
Si 6.784 58.875 15.132 -0.015 -0.013 0.079
Si 9.564 56.099 15.119 0.019 0.038 0.011
Si 6.725 64.356 15.013 0.09 -0.028 -0.01
Si 9.447 61.636 15.097 -0.003 -0.022 0.044
Si 12.227 4.177 15.007 -0.071 -0.018 0.041
Si 14.905 1.483 15.026 0.055 -0.059 0.041
Si 12.293 9.58 14.996 0.044 0.029 0.089
Si 14.955 6.916 15.01 -0.015 -0.047 0.058
Si 12.269 15.015 14.969 -0.064 0.022 0.004
Si 15.007 12.291 14.96 0.046 -0.01 -0.047
Si 12.298 20.505 15.039 -0.023 -0.073 0.057
Si 15.068 17.741 14.991 0.044 0.077 0.049
Si 12.33 25.875 15.036 -0.051 -0.025 -0.016
Si 15.057 23.199 15.062 0.003 0.023 -0.003
Si 12.292 31.385 14.976 0.044 0.006 -0.023
Si 15.075 28.652 15.009 0.003 0.061 -0.009
Si 12.239 36.886 14.931 -0.013 -0.023 -0.009
Si 15.041 34.107 14.956 -0.002 0.032 -0.025
Si 12.314 42.296 15.083 0.03 -0.024 -0.005
Si 15.031 39.596 15.018 0.002 -0.011 -0.059
Si 12.37 47.762 15.189 -0.033 0.035 0.026
Si 15.094 45.048 15.17 0.045 0.066 0.026
Si 12.309 53.314 15.105 0.005 0.035 0.025
Si 15.128 50.512 15.181 -0.045 0.025 0.034
Si 12.247 58.849 15.066 -0.018 -0.034 0.008
Si 15.059 56.076 15.103 0.06 0.016 0.034
Si 12.181 64.378 15.042 -0.018 -0.068 0.004
Si 14.971 61.608 15.088 -0.039 -0.008 0.013
Si -0.13 0.115 16.367 -0.007 0.065 0.301
Si 2.576 2.815 16.308 -0.007 0.066 0.306
Si -0.101 5.566 16.384 0.006 0.038 -0.056
Si 2.694 8.284 16.236 -0.111 0.055 0.024
Si 0 10.966 16.33 -0.131 0.061 0.031
Si 2.704 13.583 16.299 0.102 0.033 0.023
Si 0.015 16.341 16.342 -0.023 0.045 0.001
Si 2.727 19.011 16.359 0.042 -0.055 0.01
Si -0.015 21.753 16.379 0.024 -0.01 0.004
Si 2.738 24.608 16.443 -0.045 -0.004 -0.026
Si 0.003 27.335 16.465 0.024 -0.04 0.121
Si 2.633 30.009 16.43 0.03 0.063 0.093
Si 0.052 32.796 16.331 -0.01 -0.108 0.004
Si 2.711 35.45 16.279 0.065 0.05 0.042
Si 0.038 38.247 16.323 -0.018 -0.031 0.022
Si 2.807 40.954 16.527 -0.018 -0.081 -0.047
Si 0.049 43.661 16.538 0.031 -0.022 0.09
Si 2.779 46.433 16.589 -0.06 -0.107 0.112
Si 0.096 49.144 16.611 -0.03 -0.016 -0.056
Si 2.829 51.894 16.554 0.118 -0.048 -0.03
Si 0.047 54.712 16.482 -0.049 0.025 0.118
Si 2.704 57.465 16.438 -0.119 0.068 0.061
Si -0.072 60.206 16.448 0.014 -0.037 -0.028
Si 2.635 62.927 16.452 0.032 -0.092 -0.07
Si 5.301 0.031 16.373 -0.074 0.086 -0.051
Si 8.153 2.874 16.355 0.11 -0.097 0.034
Si 5.369 5.581 16.184 -0.109 0.012 0.142
Si 8.233 8.36 16.306 -0.048 -0.107 0.094
Si 5.511 10.979 16.225 0.009 -0.055 0.078
Si 8.212 13.703 16.286 -0.006 0.025 0.135
Si 5.475 16.341 16.381 -0.015 0.027 0.023
Si 8.237 19.145 16.383 0.066 -0.065 -0.005
Si 5.473 21.824 16.535 0.041 -0.029 0.148
Si 8.188 24.531 16.493 -0.043 0.023 0.021
Si 5.398 27.263 16.524 0.028 0.047 -0.082
Si 8.092 29.868 16.361 0.125 0.03 -0.01
Si 5.518 32.723 16.334 -0.048 -0.035 0.114
Si 8.213 35.428 16.406 -0.045 -0.063 0.018
Si 5.453 38.188 16.474 0.017 0.101 0.123
Si 8.274 40.953 16.517 -0.012 -0.193 0.133
Si 5.48 43.625 16.559 0.062 0.03 0.001
Si 8.165 46.342 16.536 -0.022 0.145 0.131
Si 5.487 49.137 16.624 -0.014 0.038 0.05
Si 8.173 51.948 16.571 -0.057 0.17 0.042
Si 5.519 54.689 16.54 -0.048 0.007 0.054
Si 8.212 57.533 16.476 0.046 -0.164 -0.019
Si 5.361 60.232 16.508 0.014 0.062 0.14
Si 8.051 63.051 16.46 -0.16 0.034 0.15
Si 10.8 0.133 16.416 -0.141 0.01 -0.051
Si 13.503 2.809 16.446 0.016 0.066 -0.004
Si 10.87 5.553 16.39 0.045 -0.071 0.06
Si 13.627 8.273 16.465 -0.082 0.015 0.103
Si 10.914 10.93 16.358 -0.053 -0.041 -0.028
Si 13.529 13.544 16.303 0.107 0.03 0.017
Si 10.957 16.404 16.367 0.007 -0.118 0.185
Si 13.686 19.106 16.341 -0.037 0.062 0.03
Si 10.979 21.853 16.489 -0.007 0.016 0.03
Si 13.719 24.575 16.454 0.006 -0.051 0.044
Si 10.948 27.191 16.394 0.023 0.033 0.025
Si 13.738 30.077 16.297 -0.016 -0.094 0.008
Si 10.861 32.695 16.317 -0.051 0.112 0.028
Si 13.578 35.462 16.188 -0.019 0.003 0.076
Si 10.897 38.153 16.407 0.058 -0.029 0.034
Si 13.623 40.865 16.418 0.052 0.103 0.103
Si 10.981 43.595 16.522 0.027 -0.01 -0.016
Si 13.743 46.372 16.595 0.036 -0.019 -0.097
Si 10.965 49.179 16.468 0.046 -0.06 0.097
Si 13.708 51.933 16.428 0.082 -0.097 0.034
Si 10.925 54.685 16.461 -0.008 -0.029 0.12
Si 13.648 57.478 16.399 -0.098 0.043 0.028
Si 10.815 60.212 16.403 0.134 0.015 0.059
Si 13.533 63.006 16.393 0.016 0.041 0.17
Si 1.225 1.478 17.8 -0.062 0.023 -0.325
Si 3.932 4.302 17.574 -0.138 0.01 -0.335
Si 1.302 7.018 17.654 0.022 -0.019 -0.036
Si 4.07 9.689 17.548 -0.01 0.119 -0.025
Si 1.381 12.261 17.767 0.096 -0.23 0.117
Si 4.118 14.847 17.673 -0.032 -0.025 -0.021
Si 1.452 17.596 17.776 0.098 -0.011 0.168
Si 4.047 20.327 17.788 0.022 -0.01 -0.231
Si 1.427 23.082 17.654 0.069 -0.015 -0.148
Si 3.917 26.045 17.937 -0.114 0.02 0.081
Si 1.239 28.752 17.951 -0.074 0.078 0.155
Si 4.065 31.42 17.645 0.007 0.076 -0.119
Si 1.394 34.158 17.722 0.047 -0.04 0.105
Si 4.05 36.687 17.727 0.023 -0.099 -0.106
Si 1.487 39.461 17.787 0.034 -0.035 -0.031
Si 4.126 42.307 18.004 -0.03 -0.023 0.052
Si 1.441 45.024 17.97 -0.084 0.2 0.051
Si 4.162 47.722 18.056 -0.059 -0.031 0.036
Si 1.59 50.443 17.968 0.187 -0.172 -0.014
Si 4.194 53.266 17.94 0.005 -0.012 0.055
Si 1.402 56.122 17.868 0.106 -0.096 0.027
Si 3.968 58.827 17.888 -0.014 -0.017 -0.007
Si 1.279 61.547 17.84 0.033 0.001 0.024
Si 3.96 64.291 17.836 0.013 0.102 0.117
Si 6.69 1.486 17.568 -0.013 -0.025 -0.108
Si 9.486 4.245 17.825 -0.045 0.203 0.081
Si 6.729 7.005 17.469 -0.029 -0.121 -0.132
Si 9.582 9.661 17.827 0.056 -0.14 0.082
Si 6.881 12.302 17.635 0.02 -0.041 -0.022
Si 9.551 15.04 17.718 0.032 0.099 -0.087
Si 6.832 17.793 17.697 -0.072 0.014 -0.068
Si 9.598 20.455 17.832 -0.044 0.023 0.011
Si 6.827 23.239 17.972 0.006 -0.073 -0.003
Si 9.628 25.824 17.862 0.083 0.005 0.057
Si 6.814 28.557 17.904 -0.029 -0.03 0.144
Si 9.515 31.207 17.614 -0.051 -0.014 -0.188
Si 6.939 33.967 17.774 0.155 -0.093 0.033
Si 9.581 36.756 17.803 -0.068 0.079 -0.013
Si 6.834 39.604 17.843 -0.048 0.061 -0.105
Si 9.755 42.165 17.984 -0.017 -0.115 0.126
Si 6.848 44.907 17.983 0.087 0.026 -0.03
Si 9.612 47.739 17.778 -0.098 -0.066 -0.229
Si 6.794 50.583 17.986 -0.034 -0.103 0.011
Si 9.555 53.356 17.908 0.065 0.052 -0.048
Si 6.899 56.142 17.841 0.048 0.045 -0.134
Si 9.523 58.913 17.903 -0.113 0.19 0.113
Si 6.629 61.725 17.875 0.091 -0.038 0.012
Si 9.373 64.503 17.825 -0.027 0.11 -0.125
Si 12.034 1.516 17.867 0.032 0.043 0.113
Si 14.864 4.24 17.746 0.004 -0.13 -0.061
Si 12.171 6.916 17.844 -0.181 0.077 -0.043
Si 15.025 9.732 17.787 0.122 0.074 -0.112
Si 12.2 12.227 17.819 0.024 0.11 0.051
Si 14.944 14.918 17.508 -0.042 0.028 -0.115
Si 12.387 17.74 17.742 0.034 -0.035 -0.154
Si 15.034 20.391 17.782 -0.086 -0.046 0.014
Si 12.437 23.171 17.87 0.016 -0.084 -0.044
Si 15.092 25.933 17.843 0.007 0.031 -0.033
Si 12.423 28.612 17.558 0.202 -0.115 -0.151
Si 15.087 31.47 17.674 0.016 -0.034 -0.069
Si 12.208 34.15 17.599 -0.049 0.094 -0.051
Si 14.943 36.853 17.457 0.005 -0.032 -0.11
Si 12.216 39.505 17.809 -0.016 0.048 -0.009
Si 15.065 42.158 17.761 -0.013 -0.079 -0.266
Si 12.406 44.869 17.891 0.103 -0.014 -0.018
Si 15.086 47.788 17.971 0.084 -0.049 0.108
Si 12.339 50.593 17.811 -0.069 0.055 0.043
Si 15.09 53.275 17.783 -0.095 0.07 -0.182
Si 12.32 56.088 17.756 0.065 -0.134 0.008
Si 14.932 58.868 17.805 -0.026 0.004 -0.005
Si 12.134 61.621 17.731 -0.092 -0.023 -0.119
Si 14.819 64.467 17.757 0.047 0.18 -0.225
Si -0.237 2.89 19.124 0.05 -0.076 0.313
Si 2.633 0.07 19.163 -0.137 0.057 0.287
Si 0.234 8.561 19.058 0.076 -0.066 0.471
Si 2.629 5.675 19.027 -0.207 -0.33 0.227
Si -0.201 13.596 18.9 -0.095 -0.125 0.126
Si 3.014 11.062 19.149 0.042 -0.099 0.382
Si -0.025 18.928 19.06 0.093 -0.032 0.256
Si 2.787 16.04 19.145 -0.137 0.072 0.209
Si 0.111 24.386 19.004 -0.17 0.133 0.287
Si 2.663 21.701 19.083 -0.131 0.014 0.307
Si -0.116 30.287 19.312 0.109 0.004 0.244
Si 2.506 27.407 19.484 0.005 0.024 0.321
Si -0.184 35.535 18.815 -0.183 -0.11 0.249
Si 2.871 32.851 19.084 0.027 -0.059 0.275
Si 0.072 40.797 19.068 0.054 0.191 0.214
Si 2.711 37.945 19.192 -0.316 -0.071 0.288
Si 0.02 46.368 19.37 0.046 0.027 0.218
Si 2.775 43.667 19.454 -0.062 0.092 0.217
Si 0.206 51.943 19.042 -0.143 0.189 0.089
Si 2.893 49.073 19.587 -0.277 0.086 0.322
Si -0.143 57.447 19.149 0.017 -0.085 0.141
Si 2.9 54.754 19.236 0.062 0.081 0.23
Si -0.14 63.057 18.957 -0.123 0.037 0.183
Si 2.522 60.133 19.35 -0.168 -0.121 0.183
Si 5.37 2.952 18.777 -0.14 -0.08 0.303
Si 7.842 0.249 19.147 0.027 0.055 0.127
Si 5.381 8.299 18.842 0.179 0.169 0.045
Si 7.94 5.727 18.944 0.169 0.214 0.303
Si 5.555 13.582 19.063 -0.122 -0.14 0.325
Si 8.203 11.074 19.138 -0.07 0.276 0.258
Si 5.403 18.962 19.157 -0.015 -0.141 0.159
Si 8.207 16.501 19.044 0.303 -0.003 0.21
Si 5.286 24.679 19.245 0.197 -0.057 0.296
Si 8.25 21.748 19.331 0.028 0.024 0.04
Si 5.234 29.984 19.05 0.034 -0.031 0.308
Si 8.317 27.185 19.303 0.032 0.115 0.201
Si 5.492 35.329 19.023 -0.057 -0.024 0.324
Si 8.251 32.405 19.144 -0.2 0.124 0.206
Si 5.497 40.93 19.358 0.14 -0.231 0.187
Si 8.207 38.161 19.101 0.02 -0.009 0.311
Si 5.426 46.208 19.424 -0.079 -0.025 0.301
Si 8.37 43.544 19.273 -0.039 0.143 0.186
Si 5.461 51.915 19.518 -0.149 0.103 0.386
Si 8.259 49.143 19.131 0.085 -0.02 0.168
Si 5.501 57.505 19.158 -0.071 -0.075 0.164
Si 8.263 54.843 19.289 0.169 0.112 0.318
Si 5.154 62.974 19.419 0.151 -0.065 0.206
Si 8.087 60.437 19.214 -0.084 0.144 0.311
Si 10.701 2.861 19.382 -0.155 0.078 -0.047
Si 13.393 0.195 19.254 0.089 -0.131 0.285
Si 10.724 8.196 19.347 0.053 -0.083 0.367
Si 13.622 5.617 19.188 0.115 -0.032 0.143
Si 10.8 13.608 19.156 -0.101 0.165 0.097
Si 13.548 10.914 19.27 0.201 -0.071 0.166
Si 11.106 19.137 19.143 0.124 0.072 0.311
Si 13.712 16.198 18.984 0.002 0.01 0.169
Si 11.076 24.478 19.267 -0.052 0.01 0.085
Si 13.809 21.794 19.303 0.137 0.004 0.379
Si 11.024 29.906 18.816 -0.056 -0.018 0.255
Si 13.768 27.481 19.123 -0.196 0.167 0.101
Si 10.9 35.352 19.182 0.18 -0.059 0.244
Si 13.631 32.827 18.854 0.035 0.187 0.445
Si 11.018 40.656 19.535 -0.086 -0.025 0.273
Si 13.644 38.08 18.939 -0.009 -0.099 0.13
Si 11.008 46.311 19.075 -0.007 0.047 0.167
Si 13.682 43.31 19.241 0.121 -0.048 0.269
Si 10.953 51.937 19.228 0.023 0.069 0.254
Si 13.672 49.245 19.228 0.054 0.018 0.166
Si 10.996 57.471 19.142 0.052 0.06 0.159
Si 13.634 54.63 19.102 -0.042 0.076 0.261
Si 10.737 63.036 19.051 0.024 -0.066 0.212
Si 13.543 60.306 19.111 0.012 0.035 0.306
Si 1.499 3.969 20.297 -0.096 0.227 -0.164
Si 3.902 1.826 20.172 0.077 -0.006 -0.077
Si 2.185 9.416 20.626 -0.034 -0.142 -0.823
Si 4.191 6.884 20.248 -0.031 -0.217 0.056
Si 1.103 14.76 20.377 0.026 0.194 -0.166
Si 4.672 12.125 20.808 0.041 0.058 -0.442
Si 1.026 20.562 20.413 -0.077 0.048 -0.023
Si 4.464 17.096 20.449 0.235 -0.088 0.04
Si 0.986 25.821 20.596 0.215 0.191 -0.301
Si 4.11 22.955 20.443 0.016 -0.008 -0.001
Si 1.573 31.571 20.512 -0.053 -0.002 -0.386
Si 3.626 29.219 20.736 -0.165 -0.153 -0.281
Si 0.792 36.869 20.425 0.003 0.176 -0.005
Si 4.559 33.789 20.581 0.053 0.349 -0.082
Si 1.052 42.436 20.492 0.014 -0.163 0.11
Si 4.404 39.061 20.399 0.349 0.222 0.145
Si 1.55 47.513 20.908 -0.093 0.086 -0.27
Si 3.782 45.196 21.152 0.138 -0.345 -0.152
Si 1.257 53.549 20.417 0.126 0.179 0.18
Si 4.161 50.397 21.315 0.109 -0.339 -0.854
Si 1.14 58.621 20.692 -0.167 0.057 -0.133
Si 4.732 55.743 20.561 -0.222 0.012 -0.084
Si 0.834 64.66 20.35 0.178 -0.371 -0.008
Si 3.932 61.284 20.859 -0.102 -0.2 0.118
Si 6.45 4.464 20.189 -0.255 0.23 -0.108
Si 8.615 2.061 20.514 0.015 -0.069 0.021
Si 6.639 9.719 20.198 0.043 0.089 0.09
Si 8.584 7.319 20.607 0.037 0.139 -0.552
Si 6.878 15.043 20.254 0.003 0.138 0.008
Si 9.136 12.762 20.682 0.037 -0.093 -0.022
Si 6.384 20.678 20.469 0.167 -0.015 0.277
Si 9.858 17.607 20.361 -0.088 0.019 0.187
Si 6.695 26.029 20.655 -0.03 -0.05 -0.365
Si 10.102 22.695 20.587 -0.165 0.12 -0.005
Si 6.503 31.289 20.486 0.017 0.027 -0.181
Si 10.105 28.438 20.394 -0.058 -0.176 0.034
Si 6.67 36.883 20.286 -0.026 0.067 0.05
Si 10 33.426 20.366 0.178 -0.259 0.07
Si 7.188 42.104 20.692 -0.042 0.008 -0.101
Si 9.118 39.548 20.807 0 -0.226 -0.082
Si 7.22 47.406 20.299 0.173 -0.172 -0.023
Si 9.564 45.17 20.572 0.085 0.036 0.276
Si 6.899 53.478 20.637 -0.013 -0.026 0.049
Si 9.878 50.216 20.482 -0.019 -0.029 0.264
Si 6.389 59.31 20.403 0.302 -0.169 0.079
Si 9.856 56.14 20.696 -0.099 0.146 -0.055
Si 6.707 64.319 20.642 -0.042 0.096 0.054
Si 9.112 62.193 20.58 0.07 -0.112 -0.303
Si 12.059 4.429 20.614 0.141 0.068 0.043
Si 15.001 1.378 20.592 0.002 0.217 -0.175
Si 12.618 9.107 20.581 -0.206 0.203 0.206
Si 15.139 7.227 20.21 -0.021 -0.084 -0.047
Si 12.01 15.216 20.319 -0.134 -0.096 0.07
Si 14.964 12.361 20.514 -0.112 -0.312 -0.031
Si 12.387 20.499 20.721 0.002 0.013 -0.144
Si 15.41 17.118 20.316 0.244 0.09 -0.039
Si 12.257 26.234 20.392 -0.031 0.002 0.182
Si 15.472 22.999 20.614 -0.152 -0.166 -0.198
Si 12.307 31.381 20.077 -0.069 0.124 0.217
Si 14.552 29.287 20.648 -0.021 0.119 -0.093
Si 12.504 36.639 20.405 -0.178 -0.145 0.22
Si 14.649 34.456 20.222 0.077 -0.24 0.015
Si 12.926 41.499 20.812 -0.023 0.04 0.053
Si 15.142 39.287 20.234 0.222 -0.09 0.364
Si 12.035 47.935 20.377 -0.047 0.146 0.174
Si 15.228 44.58 20.419 0.013 -0.037 0.103
Si 11.951 53.696 20.526 0.005 -0.072 -0.194
Si 15.092 50.823 20.34 0.009 -0.223 0.076
Si 12.183 58.965 20.509 0.33 0.132 -0.122
Si 15.272 55.704 20.397 -0.225 -0.054 0.125
Si 12.32 64.046 20.439 -0.157 0.023 0.04
Si 14.693 62.007 20.299 0.122 -0.06 0.049
Si -1.361 2.176 23.789 -0.083 -0.144 0.237
Si 4.514 2.433 23.285 -0.029 -0.144 0.155
Si -0.242 6.421 22.904 -0.087 -0.029 0.376
Si 1.081 11.929 22.016 -0.185 0.056 0.037
Si -1.307 16.434 24.263 0.119 -0.057 0.455
Si 2.774 18.883 22.448 -0.002 0.02 0.036
Si 8.033 27.759 24.184 0.043 -0.148 0.412
Si 2.953 26.936 26.983 -0.063 0.133 -0.12
Si 7.969 26.948 27.218 0.024 -0.109 -0.042
Si 1.565 34.82 24.8 -0.149 0.027 0.343
Si 4.123 35.718 23.16 0.215 -0.209 0.239
Si 3.283 38.578 23.013 0.073 0.06 0.489
Si 0.937 39.24 24.689 -0.117 -0.1 0.365
Si 4.427 44.585 24.355 0.046 0.075 0.276
Si -0.596 48.711 22.495 -0.015 0.098 0.378
Si 1.01 52.153 25.59 -0.036 -0.019 0.447
Si -1.643 50.839 26.764 0.022 0.074 0.105
Si 2.857 56.713 22.562 -0.009 0.242 0.365
Si -0.398 60.537 22.743 -0.079 0.01 0.112
Si 1.583 65.317 23.017 -0.004 -0.063 0.481
Si 5.973 -0.222 23.64 0.07 -0.098 0.354
Si 8.895 0.705 23.409 0.03 0 0.428
Si 6.683 7.011 25.775 0.07 0.09 0.148
Si 4.625 12.9 23.904 0.166 0.024 0.455
Si 7.49 12.806 24.55 0.027 0.169 0.337
Si 9.184 20.063 24.702 0.058 0.061 0.229
Si 10.51 17.789 23.245 -0.2 0.056 0.346
Si 4.546 24.984 24.97 0.059 -0.119 0.259
Si 6.024 28.801 22.277 -0.05 -0.086 0.237
Si 10.188 29.814 23.192 0.13 -0.087 0.373
Si 6.996 35.847 24.597 -0.032 0.018 0.312
Si 9.255 37.571 23.375 -0.134 -0.009 0.317
Si 8.433 35.076 22.349 -0.166 0.016 0.078
Si 9.678 42.802 25.149 -0.094 -0.034 0.173
Si 6.809 42.659 23.666 0.077 -0.256 0.538
Si 9.835 45.575 23.715 -0.023 0.093 0.177
Si 7.587 52.381 25.383 0.055 0.154 0.37
Si 6.221 48.748 22.853 0.194 -0.143 0.553
Si 8.809 52.005 22.844 0.114 0.014 0.268
Si 9.961 53.97 24.688 0.104 -0.003 0.422
Si 5.779 62.278 27.431 0.116 0.016 -0.04
Si 7.67 58.983 23.202 -0.322 -0.067 0.447
Si 11.374 2.109 26.8 -0.017 0.115 0.073
Si 13.746 4.672 23.307 -0.171 0.16 0.4
Si 11.048 8.711 23.133 -0.017 0.238 0.306
Si 14.208 7.021 24.781 -0.066 0.045 0.409
Si 13.511 14.331 25.692 -0.007 0.079 0.319
Si 13.648 14.283 22.735 -0.06 -0.082 0.171
Si 7.56 16.489 26.939 -0.053 -0.169 -0.009
Si 9.462 23.079 23.555 0.202 -0.115 0.473
Si 14.793 25.603 22.06 0.049 -0.238 -0.057
Si 12.323 26.371 26.545 -0.104 -0.128 -0.079
Si 15.206 28.101 23.588 -0.184 0.081 0.454
Si 11.611 33.389 26.514 0.07 0.053 -0.002
Si 12.124 37.607 23.38 0.052 -0.139 0.486
Si 14.122 39.572 24.75 0.042 0.064 0.195
Si 13.798 46.414 22.334 -0.179 -0.143 0.357
Si 11.236 48.051 24.784 -0.127 0.071 0.301
Si 13.806 52.619 22.476 0.011 -0.002 0.239
Si 9.359 56.928 23.746 -0.036 -0.099 0.462
Si 13.125 59.416 23.341 0.057 -0.204 0.286
Si 11.355 64.464 23.4 0.222 0.028 0.33
Si 1.53 2.685 23.051 -0.106 -0.062 0.262
Si 3.585 6.503 28.833 0.032 -0.07 -0.337
Si 1.657 9.482 26.445 0.026 0.063 0.113
Si 1.569 6.772 25.303 0.043 0.105 0.338
Si 1.262 13.291 27.616 0.019 0.037 -0.012
Si 5.779 13.994 26.492 0.022 0.076 0.152
Si 1.319 17.675 25.025 -0.206 -0.04 0.422
Si 5.362 20.075 23.201 0.126 -0.114 0.421
Si 5.433 22.033 25.592 -0.031 0.012 0.243
Si 2.46 24.123 22.89 0.028 -0.029 0.097
Si 3.005 33.449 26.96 0.198 0.038 0.011
Si 0.696 33.737 28.529 -0.019 0.042 -0.238
Si 0.523 34.12 22.074 -0.139 0.056 -0.04
Si 4.643 40.819 24.329 0.093 -0.098 0.335
Si 1.831 43.578 25.636 -0.212 0.153 0.266
Si 8.269 47.838 24.824 0.205 -0.101 0.342
Si 3.03 50.094 24.219 0.124 0.082 0.633
Si 3.153 53.522 27.144 -0.1 0.06 0.019
Si 2.208 53.726 23.3 -0.034 -0.057 0.422
Si 3.472 59.388 29.881 -0.05 -0.1 -0.244
Si 2.408 61.35 23.84 0.075 0.009 0.423
Si 3.601 64.174 24.673 -0.059 0.009 0.304
Si 5.584 4.783 27.473 -0.159 -0.144 0.133
Si 9.504 3.501 24.756 -0.076 -0.146 0.398
Si 8.832 8.634 27.101 -0.081 -0.057 0.086
Si 11.151 10.034 25.651 0.11 0.051 0.317
Si 9.799 11.239 23.457 -0.056 0.01 0.263
Si 8.554 15.702 24.334 -0.014 -0.021 0.198
Si 6.875 18.076 24.567 0.012 -0.187 0.206
Si 7.802 21.161 27.164 -0.003 0.086 0.03
Si 5.434 27.211 28.561 -0.055 0.073 -0.114
Si 7.281 25.101 23.403 -0.002 0.201 0.39
Si 9.543 31.791 25.07 0.134 0.115 0.234
Si 5.939 34.357 27.111 0.063 0.041 -0.04
Si 8.976 36.97 29.627 -0.019 -0.038 -0.19
Si 7.762 39.405 28.32 0.008 -0.176 -0.084
Si 10.223 41.969 31.053 -0.037 -0.323 -0.393
Si 4.376 47.711 24.978 0.008 -0.011 0.293
Si 6.426 47.813 27.261 0.154 -0.068 0.013
Si 7.705 52.184 28.417 -0.04 -0.03 -0.09
Si 11.899 54.934 26.88 0.068 0.155 0.007
Si 10.021 60.68 29.95 -0.061 0.117 -0.247
Si 9.695 58.651 26.266 -0.116 0.055 0.241
Si 6.909 60.152 25.721 0.016 -0.052 0.116
Si 12.258 63.252 26.009 0.065 -0.073 0.13
Si 10.029 5.81 22.516 0.089 -0.286 0.326
Si 6.425 4.299 24.784 0.007 -0.123 0.347
Si 15.888 5.296 26.844 -0.001 0.023 0.152
Si 13.716 9.262 26.966 -0.03 0.084 0.102
Si 13.512 18.351 22.654 0.131 -0.015 0.335
Si 14.359 20.698 28.255 0.044 -0.005 -0.002
Si 11.793 23.479 25.45 0.002 0.046 0.197
Si 12.5 28.742 24.969 -0.219 -0.063 0.127
Si 13.01 35.69 25.522 0.013 0.041 0.161
Si 15.933 36.037 26.749 -0.008 -0.058 0.073
Si 12.461 42.133 23.949 0.003 -0.045 0.59
Si 18.299 41.9 23.438 -0.078 0.051 0.178
Si 13.567 44.947 24.983 0.049 -0.207 0.509
Si 15.344 47.86 27.508 -0.116 0.136 -0.005
Si 13.611 49.922 24.182 -0.27 -0.013 0.535
Si 16.269 56.936 25.412 -0.085 0.1 0.32
Si 10.42 60.417 22.458 0.135 0.051 0.213
Si 12.124 64.457 28.731 0.066 -0.084 -0.069
Si 0.662 -1.673 28.54 0.134 -0.093 -0.144
Si 0.038 2.352 27.444 0.031 -0.04 -0.075
Si 1.762 8.199 32.128 0.196 0.05 -0.525
Si 4.068 8.034 26.318 0.084 0.046 -0.022
Si 2.346 15.489 29.318 0.071 -0.094 -0.389
Si 1.775 12.173 24.968 0.009 0.065 0.458
Si 1.309 15.109 32.224 0.098 0.153 -0.041
Si 3.911 13.045 28.882 0.078 -0.046 -0.076
Si 0.918 22.865 25.376 -0.124 -0.15 0.398
Si 3.003 17.959 27.553 -0.164 -0.082 -0.161
Si 0.704 28.726 25.885 0.02 0.022 0.171
Si 4.275 24.754 29.821 0.076 0.002 -0.412
Si -3.121 33.967 31.722 -0.152 0.214 -0.352
Si 1.596 31.025 27.473 0.01 0.111 -0.015
Si 0.618 41.357 27.752 0.057 0.128 0.03
Si 2.42 39.043 27.568 0.097 0.001 0.019
Si 3.865 45.419 32.022 -0.059 0.07 -0.28
Si 2.339 58.519 25.013 -0.208 -0.042 0.404
Si 3.522 49.698 29.814 0.055 0.095 -0.318
Si 2.284 56.369 27.025 -0.015 0.117 -0.018
Si 2.472 56.527 30.217 -0.177 0.121 -0.283
Si -1.729 63.658 30.1 -0.267 -0.044 -0.355
Si 1.366 65.577 25.994 0.188 -0.032 0.287
Si 7.53 4.758 29.552 0.075 0.005 -0.311
Si 9.76 0.5 29.067 0.008 -0.163 -0.453
Si 6.513 3.327 31.732 0.169 0.049 -0.484
Si 9.261 8.625 31.418 -0.206 0.075 -0.583
Si 7.943 10.46 29.237 -0.08 0.106 -0.304
Si 5.074 20.01 27.786 0.016 0.046 -0.054
Si 9.851 17.355 28.904 0.051 -0.17 -0.343
Si 2.155 23.374 28.095 0.045 -0.09 -0.077
Si 10.277 22.534 28.01 -0.047 0.08 -0.161
Si 3.679 31.743 31.484 0.074 0.074 -0.276
Si 7.371 29.321 28.657 -0.089 -0.015 0.011
Si 3.847 34.908 31.369 0.015 0.098 -0.408
Si 7.405 31.686 26.885 -0.016 0.009 0.044
Si 6.526 41.588 29.47 -0.019 -0.037 -0.262
Si 5.333 47.001 29.891 -0.015 0.404 -0.329
Si 9.213 41.913 28.203 -0.037 -0.037 -0.236
Si 4.716 52.387 29.374 0.171 -0.161 -0.224
Si 8.398 49.335 29.217 -0.018 0.098 -0.341
Si 5.949 59.483 28.29 -0.065 -0.181 -0.086
Si 10.318 53.767 28.986 -0.012 -0.152 -0.228
Si 3.157 62.049 28.589 -0.123 -0.02 -0.194
Si 11.641 60.707 27.561 -0.059 0.029 0.044
Si 13.6 1.574 28.534 -0.04 0.049 -0.153
Si 9.786 6.602 29.268 -0.25 0.018 -0.308
Si 13.809 3.17 31.012 0.176 -0.192 -0.186
Si 9.767 12.742 29.308 -0.07 -0.028 -0.347
Si 16.228 20.193 26.091 0.075 -0.088 -0.019
Si 10.174 25.576 28.565 -0.087 -0.002 -0.199
Si 14.451 22.236 25.795 -0.121 0.038 0.042
Si 11.357 30.548 27.05 0.015 -0.044 0.072
Si 17.093 25.616 28.906 -0.074 -0.201 -0.259
Si 11.614 35.904 28.1 -0.104 0.101 0.045
Si 16.115 34.155 31.408 0.039 -0.104 -0.456
Si 14.951 38.933 27.452 -0.003 -0.153 0.106
Si 15.978 45.261 26.434 0.121 -0.038 -0.045
Si 15.991 43.868 29.182 0.155 0.042 -0.213
Si 13.027 52.808 28.55 0.015 -0.022 -0.231
Si 12.511 46.798 27.267 -0.003 -0.045 0
Si 7.721 56.683 31.51 0.151 -0.14 -0.282
Si 13.343 57.031 25.324 0.022 -0.064 0.354
Si 13.263 65.782 25.059 -0.027 -0.076 0.236
Si 14.736 55.337 23.355 -0.012 0.242 0.366
Si 1.535 4.901 32.316 -0.163 -0.09 -0.151
Si 6.443 0.217 31.542 -0.03 0.022 -0.446
Si -1.738 7.126 29.106 0.073 -0.021 -0.389
Si 1.166 8.177 29.25 -0.11 -0.113 -0.533
Si -1.618 12.04 27.528 -0.013 0 -0.024
Si 5.838 11.968 30.919 0.015 -0.037 -0.196
Si 2.036 20.709 32.049 -0.129 -0.144 0.037
Si 2.561 20.413 29.075 0.131 -0.035 -0.207
Si 2.097 26.662 31.207 0.112 0.006 -0.415
Si 4.291 22.999 32.191 0.314 -0.096 -0.199
Si 1.896 29.597 30.102 -0.053 0.053 -0.313
Si -1.015 28.924 30.833 0.044 -0.025 -0.287
Si 6.727 34.793 30.201 0.135 0.154 -0.322
Si 2.321 37.372 30.111 0.073 -0.058 -0.305
Si 3.41 38.616 32.63 0.2 -0.126 -0.065
Si 1.021 48.175 29.693 0.204 0.189 -0.333
Si 1.317 45.529 30.865 0.033 -0.011 -0.471
Si 0.823 54.254 31.494 -0.062 0.062 -0.382
Si 2.993 52.069 31.572 0.107 -0.125 -0.37
Si 4.713 56.074 32.179 -0.139 0.035 -0.206
Si 7.178 64.452 29.134 -0.01 -0.064 -0.401
Si 5.375 5.818 31.125 0.064 0.037 -0.393
Si 9.383 0.899 31.965 0.057 0.001 -0.298
Si 11.664 11.795 31.375 -0.177 0.309 -0.302
Si 12.38 5.798 30.757 -0.053 -0.026 -0.284
Si 7.967 14.206 31.423 0.033 -0.285 -0.425
Si 9.041 17.026 31.897 0.103 0.116 0.056
Si 7.724 26.584 32.925 -0.176 -0.141 0.051
Si 11.661 19.844 28.864 -0.043 -0.21 -0.22
Si 6.517 32.252 31.93 -0.098 0.227 -0.313
Si 10.986 32.536 31.203 -0.161 0.202 -0.247
Si 5.169 40.382 27.248 0.042 -0.005 0.065
Si 7.265 42.119 32.156 -0.158 -0.079 -0.346
Si 8.202 47.258 31.16 -0.041 0.201 -0.554
Si 4.673 52.446 24.793 0.148 -0.008 0.388
Si 10.607 47.433 29.523 -0.126 -0.07 -0.436
Si 8.706 58.148 28.986 0.035 0.078 -0.338
Si 10.054 55.169 31.774 0.008 -0.069 -0.243
Si 4.401 61.854 31.29 -0.046 -0.145 -0.365
Si 7.624 62.271 31.269 0.038 -0.232 -0.395
Si 16.602 -0.03 31.057 -0.067 -0.09 -0.585
Si 12.254 9.319 32.42 0.204 -0.074 -0.247
Si 16.811 3.046 30.317 -0.194 -0.272 -0.402
Si 11.698 14.821 28.111 -0.012 -0.13 -0.066
Si 15.566 12.968 32.108 -0.239 0.217 -0.204
Si 13.292 20.699 31.038 0.033 -0.172 -0.247
Si 13.607 13.377 29.894 -0.238 0.039 -0.387
Si 10.198 25.703 31.519 0.048 0.178 -0.367
Si 11.941 23.204 32.078 -0.021 -0.132 -0.155
Si 9.354 31.266 29.09 0.044 -0.026 -0.143
Si 15.017 27.391 28 0.007 -0.046 -0.127
Si 13.434 37.738 29.833 -0.025 -0.071 -0.284
Si 13.169 30.958 31.93 0.017 0.089 -0.358
Si 16.043 37.173 31.542 -0.105 -0.004 -0.452
Si 10.868 38.784 31.388 -0.097 -0.197 -0.292
Si 12.33 48.605 31.969 -0.033 -0.107 -0.293
Si 15.182 44.7 31.895 0.157 -0.036 -0.264
Si 14.664 52.624 31.16 0.074 0.112 -0.34
Si 15.342 49.766 31.549 0.224 0.1 -0.357
Si 11.856 57.799 32.097 -0.031 0.018 -0.213
Si 12.693 59.938 30.267 -0.33 0.2 -0.371
Si 14.896 61.261 32.028 -0.015 0.025 -0.19
O 0.452 1.578 -3.176 0.068 -0.089 0.292
O -1.362 -0.482 -3.505 -0.069 0.035 0.362
O 3.995 1.548 -0.626 0.318 0.07 0.228
O 2.692 4.057 -1.074 0.215 -0.07 -0.183
O 0.171 4.643 -1.044 -0.016 0.014 0.111
O 1.446 4.156 -3.334 0.357 0.393 0.216
O 3.189 8.509 -1.363 0.077 0.249 0.178
O 1.817 8.786 -3.6 -0.085 -0.085 0.444
O -0.6 11.375 -1.777 0.294 -0.152 0.152
O 0.686 9.098 -1.195 -0.329 0.326 0.163
O 2.619 14.87 -1.046 0.133 -0.184 0.328
O 4.06 12.727 -0.593 -0.119 -0.13 0.316
O 0.286 16.175 -1.326 -0.007 -0.207 -0.285
O -1.352 13.464 -3.582 0.32 -0.13 0.443
O 2.64 19.42 -1.358 -0.154 0.145 0.093
O 1.826 20.206 -3.698 -0.267 -0.166 0.145
O -1.253 23.064 -0.694 -0.02 0.037 0.232
O 0.668 21.259 -1.427 -0.31 -0.131 0.266
O 1.953 26.312 -1.389 0.163 -0.016 0.344
O 3.724 24.226 -1.127 -0.077 -0.005 0.028
O -0.751 27.878 -2.12 0.443 -0.184 0.532
O 3.199 25.622 -3.552 -0.102 -0.091 0.038
O 3.054 31.283 -1.275 -0.282 -0.293 0.283
O 0.373 29.763 -3.564 -0.024 0.228 0.151
O -1.484 34.336 0.128 0.083 0.097 0.151
O 0.02 33.072 -1.611 -0.142 -0.253 0.602
O 3.605 35.155 -1.241 -0.072 0.055 0.226
O -0.013 35.644 -2.192 0.27 0.053 0.205
O -0.18 38.172 -1.416 0.37 -0.175 0.1
O 2.493 37.504 -0.743 -0.39 -0.269 0.129
O 3.008 40.152 -1.183 0.261 -0.16 -0.008
O 3.197 38.428 -3.193 0.129 0.12 0.496
O 1.378 42.182 -0.555 0.177 -0.037 0.489
O -0.695 43.575 -1.27 -0.001 -0.222 0.098
O 3.635 46.703 -1.202 -0.128 -0.055 0.331
O 2.402 44.741 -2.431 -0.146 -0.178 0.015
O 1.485 48.03 -0.546 -0.181 -0.146 0.387
O -0.47 49.863 -1.136 -0.092 0.131 0.502
O 2.84 52.191 -1.041 0.07 -0.113 0.237
O 1.834 53.069 -3.222 -0.095 0.017 -0.167
O 0.82 54.336 -1.086 -0.04 -0.194 0.249
O -1.244 55.917 -0.414 0.074 0.125 0.449
O 3.808 57.032 -1.042 -0.16 -0.104 0.177
O 1.611 58.657 -0.627 0.031 0.059 0.217
O -0.222 60.444 -1.568 -0.169 0.129 -0.016
O 3.544 62.614 -1.737 -0.399 -0.066 0.269
O 6.084 65.249 -4.147 -0.159 -0.012 0.424
O 5.544 -0.451 -1.487 0.022 0.003 0.107
O 8.018 -0.001 -2.293 0.228 -0.17 0.115
O 9.128 2.176 -1.267 -0.174 0.22 0.242
O 6.951 3.683 -0.933 0.301 0.12 0.211
O 5.61 6.321 -1.566 -0.13 -0.072 0.428
O 4.153 6.877 0.488 -0.141 0.274 -0.236
O 8.234 8.691 -1.522 -0.135 0.012 0.406
O 9.695 6.838 -0.481 -0.206 0.018 0.074
O 5.767 11.304 -1.787 -0.18 0.008 0.335
O 6.559 10.874 -4.26 -0.052 0.023 -0.038
O 8.307 13.667 -1.282 -0.188 0.094 0.369
O 10.818 8.757 -2.307 0.296 0.193 0.191
O 4.408 17.562 -0.473 0.071 0.019 0.513
O 6.473 15.4 -0.337 0.443 -0.016 0.475
O 8.374 18.226 -1.398 -0.075 -0.087 0.064
O 6.983 20.322 -0.574 -0.189 0.333 0.507
O 5.534 22.29 -1.27 -0.107 0.323 -0.082
O 7.343 25.296 -0.34 0.088 0.074 0.064
O 9.352 23.377 -0.248 0.154 0.008 0.748
O 6.264 27.324 -1.478 0.04 -0.149 -0.167
O 4.317 28.993 -0.622 -0.029 -0.035 0.015
O 6.727 31.689 0.791 -0.061 -0.378 -0.248
O 7.635 31.231 -1.619 0.057 -0.113 0.585
O 5.778 33.179 -1.124 -0.091 0.086 0.304
O 7.109 33.307 -3.404 0.207 -0.354 0.296
O 8.961 34.556 -0.443 0.124 -0.291 0.235
O 7.019 36.73 -0.418 0.074 0.051 0.609
O 4.988 38.335 -1.181 0.06 -0.07 -0.241
O 8.025 35.806 -3.919 0.059 -0.152 0.255
O 7.295 40.72 -1.22 0.121 -0.085 0.283
O 6.152 42.181 -3.265 0.049 -0.187 0.345
O 6.993 43.254 -0.917 -0.226 -0.069 0.173
O 4.753 44.334 -1.4 0.056 -0.188 0.009
O 8.437 46.873 -1.494 0.136 -0.317 0.279
O 9.422 46.57 -3.927 0.01 0.059 0.102
O 6.535 48.333 -0.405 0.333 -0.492 0.512
O 4.512 50.321 -0.307 -0.214 0.012 0.477
O 9.299 51.037 -0.453 0.089 -0.389 0.109
O 7.113 52.987 -0.398 0.047 0.383 0.473
O 5.107 54.701 -1.235 -0.057 0.006 -0.014
O 3.807 55.827 -3.366 0.265 -0.111 0.236
O 8.266 56.97 -4.214 0.113 -0.257 0.365
O 8.318 57.646 -1.512 0.003 0.322 0.511
O 6.57 59.024 -0.299 0.022 -0.138 0.333
O 4.604 61.027 -0.184 -0.307 0.247 0.253
O 6.446 63.697 -6.324 0.059 0.047 -0.034
O 7.994 62.816 -1.45 0.01 0.285 0.467
O 10.614 0.031 -1.616 -0.088 -0.093 0.12
O 12.406 -1.637 -0.685 -0.205 -0.017 0.346
O 15.165 1.223 -0.606 0.121 0.178 0.049
O 13.579 2.987 -1.593 -0.031 -0.107 0.355
O 11.766 5.883 -1.915 -0.435 0.075 0.743
O 12.726 4.244 -3.713 -0.234 0.122 -0.101
O 13.456 8.257 -1.6 -0.183 0.227 0.107
O 15.095 6.707 -0.48 -0.054 0.252 0.375
O 12.114 9.906 -0.261 0.124 0.103 0.106
O 10.795 11.853 -1.442 -0.013 -0.155 0.611
O 13.029 14.681 -5.125 0.308 0.011 -0.023
O 12.209 14.799 -7.642 0.086 -0.127 -0.174
O 10.343 16.476 -1.486 -0.047 0.243 -0.04
O 12.363 15.136 -0.595 0.007 0.03 0.528
O 13.722 20.079 -1.71 -0.16 0.065 0.258
O 15.056 18.004 -0.677 0.133 -0.147 0.339
O 11.297 22.025 -1.177 0.217 -0.127 0.068
O 12.131 19.687 -3.773 0.113 0.035 0.038
O 12.962 24.268 -1.398 0.051 0.234 -0.113
O 10.74 24.159 -2.701 0.051 -0.112 0.153
O 10.963 26.563 -1.498 0.169 0.365 0.164
O 8.207 30.255 -4.5 -0.026 0.257 -0.086
O 12.686 30.2 -0.937 0.072 -0.039 -0.027
O 14.829 28.951 0.022 0.256 -0.132 -0.167
O 9.741 32.385 -4.015 0.213 0.252 0.072
O 10.562 32.715 -1.44 0.103 0.147 0.102
O 11.924 33.836 -3.392 -0.02 -0.112 0.111
O 13.076 35.199 -1.424 -0.16 0.054 0.233
O 11.242 38.201 -1.329 0.056 0.119 0.351
O 9.35 39.47 -0.274 0.083 0.047 0.25
O 14.69 39.96 -0.459 0.056 -0.263 0.377
O 14.537 37.269 -3.277 -0.007 -0.298 0.346
O 12.717 41.922 -0.509 -0.205 0.29 0.1
O 11.102 42.954 -2.171 0.104 0.425 0.715
O 12.492 47.539 -1.005 -0.097 -0.207 0.19
O 13.927 45.505 -1.683 0.017 0.206 0.381
O 11.699 47.964 -3.599 0.324 0.317 0.367
O 11.248 49.679 -1.626 -0.183 0.148 -0.076
O 15.346 51.194 -3.451 0.019 -0.178 -0.04
O 14.151 52.357 -1.525 -0.108 -0.319 0.713
O 12.339 53.346 -0.11 0.044 -0.164 0.297
O 10.383 54.62 -0.965 -0.022 0.134 0.407
O 13.152 57.222 -1.309 0.047 0.077 0.074
O 12.408 58.394 -3.528 -0.219 -0.115 0.15
O 11.218 58.978 -1.148 0.177 0.374 0.223
O 9.723 61.169 -0.518 -0.003 0.145 0.198
O 13.954 61.743 -0.945 -0.119 0.089 -0.011
O 2.667 2.874 19.988 -0.092 -0.048 0.127
O -5.71 5.217 21.144 -0.127 0.139 -0.117
O 7.496 0.185 24.08 -0.034 -0.133 -0.21
O 4.452 2.033 21.714 -0.096 0.103 -0.426
O 1.96 10.509 21.903 0.28 -0.028 0.34
O 3.204 8.115 21.05 -0.196 0.187 0.092
O 5.251 5.622 20.866 0.33 -0.073 -0.351
O 0.19 16.074 20.981 -0.465 0.183 -0.406
O 1.527 13.406 21.345 0.225 0.257 0.118
O 4.29 12.964 22.265 -0.21 -0.302 -0.668
O 4.891 14.127 25.068 -0.013 -0.156 -0.208
O 1.553 19.558 21.612 0.164 -0.239 0.175
O 0.068 21.753 21.147 0.254 -0.199 -0.508
O 3.552 17.649 21.714 -0.135 -0.172 -0.069
O 5.696 16.054 21.026 -0.09 0.136 -0.35
O 3.507 25.031 23.729 0.078 -0.004 -0.046
O 1.569 25.148 21.993 -0.192 0.272 -0.055
O 5.387 21.966 20.789 0.203 0.018 -0.234
O 3.316 23.17 21.886 -0.02 -0.1 -0.224
O 2.04 33.517 25.648 0.033 0.035 -0.098
O 1.312 32.727 21.684 0.004 0.152 0.24
O 6.199 27.478 21.307 0.036 -0.062 -0.023
O 4.396 29.024 22.209 0.169 0.103 -0.072
O 3.759 37.135 22.472 0.001 0.088 -0.092
O 1.125 35.554 21.464 0.308 0.256 -0.031
O 5.498 35.995 23.989 -0.197 0.274 -0.152
O 4.198 34.561 22.016 -0.266 -0.318 -0.139
O 1.213 40.788 24.384 0.179 0.031 0.039
O 1.532 41.702 21.889 0.201 -0.253 -0.295
O 3.51 39.551 21.723 0.189 0.005 -0.235
O 5.703 38.103 20.936 -0.209 -0.078 -0.598
O 0.916 48.072 22.388 -0.141 0.017 -0.055
O 2.632 46.354 21.369 -0.035 0.067 0.199
O 5.893 43.817 24.41 0.099 -0.044 -0.246
O 4.034 44.66 22.743 -0.141 -0.019 -0.781
O 1.11 53.323 24.453 0.036 0.192 -0.231
O 1.845 53.003 21.882 -0.076 -0.255 -0.394
O 5.683 50.011 21.949 -0.366 0.384 -0.146
O 3.021 50.233 22.565 0.378 -0.048 -0.46
O 0.277 59.264 21.961 0.09 -0.245 -0.295
O 1.98 57.356 21.349 -0.165 -0.095 0.018
O 5.796 54.609 21.173 -0.1 0.199 -0.475
O 4.339 56.464 21.985 0.111 -0.216 0.138
O 1.036 64.216 21.955 0.15 0.144 -0.466
O -0.378 65.743 20.49 0.088 -0.175 0.165
O 3.174 61.362 22.38 0.472 0.055 -0.651
O 5.212 60.253 21.108 0.068 0.003 -0.233
O 5.087 1.103 24.021 -0.1 0.055 -0.121
O 7.562 3.333 20.938 0.052 0.009 -0.122
O 9.922 -0.497 23.712 -0.128 -0.036 -0.098
O 8.807 1.068 21.83 -0.234 0.085 -0.048
O 5.683 10.792 21.118 -0.231 0.143 -0.059
O 7.523 8.554 21.036 0.461 -0.275 -0.046
O 8.599 6.402 22.012 -0.007 0.008 -0.01
O 7.109 13.107 26.115 0.225 0.136 -0.007
O 7.988 13.967 21.034 -0.192 -0.143 0.009
O 9.704 9.66 22.994 -0.161 -0.068 -0.278
O 9.853 12.183 22.114 -0.296 0.304 -0.537
O 6.472 20.027 22 0.258 -0.226 -0.063
O 7.868 19.294 24.159 -0.026 -0.087 -0.348
O 9.638 18.213 21.916 -0.153 0.029 -0.317
O 9.944 16.326 23.758 -0.064 0.013 -0.186
O 6.833 24.859 21.847 -0.311 -0.043 -0.095
O 8.218 26.442 23.24 0.019 -0.153 -0.117
O 9.465 23.331 21.958 -0.198 -0.008 -0.214
O 8.122 23.871 24.067 -0.183 0.022 0.042
O 6.794 30.158 21.711 0.292 0.188 -0.138
O 5.603 32.575 21.083 -0.142 -0.104 -0.403
O 11.112 27.263 21.055 -0.106 -0.043 -0.46
O 9.938 29.543 21.619 -0.26 -0.091 -0.176
O 9.614 36.166 22.609 -0.044 -0.011 -0.089
O 7.303 35.871 21.457 -0.131 -0.247 -0.074
O 9.113 33.768 21.718 -0.081 0.155 -0.07
O 11.252 32.418 20.911 -0.414 -0.115 -0.573
O 8.23 42.431 24.465 -0.344 -0.21 -0.242
O 6.957 43.024 22.075 0.166 -0.013 -0.365
O 8.171 40.858 21.146 0.251 -0.007 -0.191
O 10.673 37.979 24.088 -0.002 0.126 -0.305
O 8.45 46.351 20.541 -0.358 0.154 -0.198
O 6.925 47.717 21.864 -0.262 0.299 -0.021
O 9.944 44.953 22.205 -0.214 -0.137 -0.665
O 10.93 41.904 24.556 0.012 -0.022 -0.342
O 7.762 52.901 21.949 -0.105 0.28 -0.354
O 10.048 52.922 23.437 0.018 -0.259 -0.234
O 9.345 50.778 21.945 0.036 -0.019 -0.273
O 8.131 51.386 24.211 -0.049 -0.136 -0.197
O 7.138 58.69 21.723 -0.001 -0.228 -0.254
O 8.471 59.737 26.027 -0.075 -0.074 0.064
O 9.807 57.016 22.153 0.067 -0.236 -0.501
O 9.529 55.385 24.087 -0.243 -0.038 -0.355
O 7.966 63.305 21.051 -0.092 0.172 -0.037
O 6.046 64.945 22.058 0.179 0.033 -0.393
O 9.166 59.663 23.18 0.364 -0.11 0.101
O 9.834 61.878 22.051 0.035 -0.077 0.028
O 12.853 4.162 22.051 0.02 0.039 -0.298
O 13.915 8.115 20.92 0.108 0.117 -0.427
O 13.965 3.336 24.226 -0.227 0.183 -0.054
O 14.843 1.761 22.208 -0.072 -0.054 -0.355
O 14.937 5.928 25.722 -0.198 -0.201 -0.09
O 12.145 9.43 22.153 -0.019 0.077 -0.125
O 16.333 6.789 21.336 -0.052 0.174 -0.173
O 15.231 7.558 23.631 0.247 -0.029 -0.269
O 10.809 16.294 20.634 0.283 0.119 -0.096
O 12.389 14.803 21.869 0.019 -0.081 -0.295
O 16.138 11.435 21.235 0.056 -0.223 -0.178
O 14.331 13.101 21.855 0.198 0.133 -0.287
O 11.215 21.594 21.198 -0.073 0.059 -0.181
O 13.08 19.874 22.145 -0.215 0.052 -0.298
O 14.428 17.824 21.424 0.102 -0.222 0.119
O 13.21 25.743 21.663 0.13 0.139 0.17
O 11.989 27.201 25.181 -0.105 0.131 -0.144
O 15.116 23.973 21.948 -0.291 -0.176 -0.084
O 13.33 30.412 21.012 0.128 -0.12 -0.444
O 15.846 26.342 21.014 0.086 0.122 -0.163
O 15.135 28.82 22.127 0.022 -0.095 -0.261
O 12.703 36.23 24.03 0.094 0.107 -0.215
O 11.989 37.466 21.761 -0.173 0.236 -0.365
O 15.407 33.858 21.562 0.172 0.054 -0.194
O 13.594 35.515 20.948 0.111 0.082 -0.335
O 16.36 43.543 21.065 -0.138 0.222 -0.472
O 14.158 40.365 21.124 -0.185 0.064 -0.061
O 16.142 38.099 21.013 0.236 -0.064 -0.55
O 12.427 46.964 21.662 0.045 -0.094 0.121
O 10.926 49.02 20.988 -0.014 0.082 -0.471
O 14.315 44.999 21.739 -0.081 0.155 0.025
O 12.431 42.001 22.322 0.053 -0.07 -0.425
O 10.821 54.834 20.911 0.249 -0.286 -0.152
O 12.432 53.365 22.07 -0.008 0.04 0.137
O 15.874 50.035 21.562 0.08 0.064 -0.204
O 14.403 52.164 21.028 0.196 0.027 -0.16
O 13.074 58.626 21.893 -0.275 0.055 -0.414
O 14.637 56.051 21.894 -0.071 -0.035 -0.257
O 16.486 54.647 20.804 0.045 -0.158 -0.016
O 14.62 60.089 23.532 0.018 0.019 -0.147
O 12.633 65.471 23.589 -0.017 -0.119 -0.111
O 11.406 64.167 21.814 -0.078 -0.197 -0.272
O 13.564 63.057 20.91 -0.174 0.039 -0.395
O 15.559 61.617 21.632 0.231 -0.051 -0.217
O 0.197 2.668 24.016 0.074 0.079 -0.155
O -1.741 0.953 24.836 0.277 0.245 -0.041
O 2.996 2.851 23.807 -0.054 0.178 0.084
O 5.632 3.616 23.535 0.155 0.003 -0.48
O 1.146 6.308 23.788 -0.029 0.011 -0.395
O -1.139 5.054 22.861 0.136 -0.03 -0.085
O 0.89 12.272 23.608 0.099 0.157 -0.453
O -0.12 12.513 27.961 0.058 -0.018 0.013
O -1.97 17.93 23.982 -0.136 0.199 -0.178
O -1.648 15.455 22.993 0.148 -0.11 -0.271
O 3.835 20.098 22.654 0.006 0.155 -0.259
O 2.185 18.298 23.83 0.395 0.073 -0.305
O 4.698 23.474 25.577 -0.272 -0.143 -0.074
O 4.596 21.026 26.577 -0.059 -0.206 0.048
O 3.904 25.945 26.113 0.207 -0.254 0.025
O 1.52 23.255 23.916 0.089 -0.031 -0.342
O 3.965 27.676 28.04 -0.112 -0.071 0.031
O 2.495 30.363 21.187 0.018 -0.245 -0.226
O 2.22 34.202 28.175 -0.063 0.133 0.301
O -0.347 34.834 27.871 0.111 0.047 0.095
O 0.518 34.285 23.688 -0.233 0.049 -0.381
O 2.932 35.436 24.215 0.293 0.211 0.032
O 0.812 35.925 25.747 0.297 0.14 -0.349
O 1.74 38.387 23.547 -0.043 -0.072 -0.433
O 3.512 41.754 23.623 0.17 0.209 -0.374
O 4.218 39.241 24.205 -0.176 -0.22 -0.043
O 4.414 46.089 25.034 0.161 -0.001 -0.189
O 3.437 43.814 25.445 0.237 -0.106 -0.229
O -1.541 47.551 21.882 -0.086 0.093 -0.348
O -1.359 49.157 23.899 0.3 -0.355 -0.179
O 1.773 50.857 24.94 0.142 -0.116 -0.234
O 4.47 50.835 24.587 0.06 -0.032 -0.051
O 0.701 58.279 24.96 0.043 -0.014 -0.293
O -1.661 53.699 23.274 0.183 -0.182 -0.083
O 2.744 60.089 24.869 0.025 0.129 -0.226
O 3.034 57.771 23.765 0.197 -0.301 -0.397
O 0.767 61.254 23.658 -0.235 0.198 0.06
O 3.134 64.906 23.284 -0.085 -0.09 -0.354
O 2.927 62.677 24.658 0.105 -0.133 -0.105
O 9.519 2.036 24.087 0.027 0.057 -0.365
O 5.25 -1.394 24.593 -0.021 0.067 -0.088
O 6.394 6.177 27.158 0.104 -0.055 0.046
O 6.593 5.923 24.559 -0.17 -0.127 -0.349
O 5.524 8.154 25.61 -0.091 -0.094 -0.086
O 4.108 6.528 30.384 -0.086 0.096 0.443
O 3.363 12.083 24.572 0.087 -0.274 -0.305
O 6.125 12.253 23.831 0.076 -0.202 -0.116
O 8.201 14.163 23.928 0.027 0.157 -0.441
O 8.498 11.576 24.361 0.08 -0.175 0.041
O 6.953 17.806 26.177 0.153 0.114 0.028
O 9.393 21.494 23.956 0.007 -0.019 -0.068
O 8.911 20.298 26.306 0.176 -0.222 -0.129
O 10.395 19.001 24.38 0.273 -0.029 -0.067
O 6.35 26.847 27.267 -0.07 -0.141 -0.172
O 6.948 22.149 26.186 0.165 0.073 0.073
O 6.018 25.431 24.407 0.049 0.054 -0.36
O 9.174 28.854 23.998 0.093 0.203 -0.109
O 9.868 31.39 23.527 -0.204 0.136 -0.335
O 8.288 27.143 25.662 0.017 0.225 -0.332
O 4.344 34.36 26.765 -0.085 0.172 -0.089
O 6.795 35.377 26.153 0.221 -0.099 -0.166
O 7.962 37.206 24.389 0.069 0.162 -0.227
O 8.966 38.743 22.275 -0.078 0.062 -0.462
O 7.748 34.641 23.775 0.067 -0.185 -0.417
O 8.066 37.843 28.579 -0.217 -0.153 -0.031
O 9.11 40.275 27.947 -0.001 0.051 0.139
O 9.625 42.608 26.783 -0.065 -0.074 -0.057
O 6.07 41.187 23.647 0.012 -0.133 0.028
O 9.925 44.376 24.817 0.102 0.307 -0.161
O 5.229 48.303 26.254 -0.036 0.249 -0.055
O 11.063 46.599 24.062 0.255 -0.19 -0.068
O 7.269 48.902 24.101 -0.105 0.08 -0.294
O 4.915 48.048 23.481 0.045 0.068 -0.294
O 2.982 48.594 24.925 -0.14 0.016 -0.08
O 10.738 55.034 28.024 0.013 0.211 0.193
O 6.205 52.965 24.726 0.011 0.108 -0.33
O 8.7 53.544 25.638 -0.048 0.209 0.127
O 12.882 58.403 24.596 -0.14 0.232 -0.057
O 9.221 57.666 27.507 -0.148 0.018 -0.05
O 6.658 59.887 24.129 -0.086 -0.084 -0.124
O 1.731 62.758 28.37 -0.111 -0.102 -0.229
O 12.44 61.686 26.49 0.136 0.133 -0.061
O 6.557 61.726 26.085 0.027 -0.104 -0.118
O 13.528 -1.323 25.777 0.046 0.163 0.02
O 12.075 1.034 25.784 -0.1 0.005 -0.034
O 13.097 6.007 24.065 0.202 -0.315 -0.215
O 10.567 3.331 26.02 0.096 0.215 -0.017
O 7.934 3.766 25.161 0.087 0.129 0.131
O 10.891 7.139 22.859 0.265 -0.043 0.103
O 11.48 8.751 24.706 0.115 -0.039 -0.328
O 13.803 8.221 28.226 -0.198 -0.143 0.053
O 12.303 10.086 26.808 -0.065 0.113 0.033
O 14.831 10.463 27.076 0.259 0.013 0.023
O 13.087 13.816 24.198 0.002 -0.093 -0.237
O 8.67 15.778 25.969 0.261 -0.251 -0.073
O 12.091 17.592 22.924 0.047 -0.243 -0.074
O 10.823 23.76 24.174 -0.024 0.229 -0.334
O 12.459 24.807 26.122 0.23 -0.209 0.065
O 17.426 21.255 25.709 0.045 -0.047 0.106
O 11.685 29.466 23.762 -0.001 -0.072 -0.349
O 15.022 26.455 23.457 -0.166 -0.276 -0.294
O 14.059 28.738 24.555 0.104 -0.162 -0.154
O 16.604 28.453 24.358 -0.081 0.035 -0.212
O 14.576 35.859 25.887 0.061 -0.112 -0.107
O 12.713 34.087 25.55 0.034 0.023 0.09
O 11.421 34.29 27.87 -0.244 -0.108 0.055
O 13.195 38.782 23.689 0.101 0.195 -0.514
O 12.806 43.672 24.36 -0.134 -0.006 -0.056
O 13.625 41.141 24.596 -0.055 0.084 0.004
O 13.662 46.201 23.945 0.118 0.264 -0.467
O 15.096 44.468 25.318 -0.079 -0.067 0.052
O 12.254 49.027 23.946 0.104 0.151 -0.347
O 9.708 48.62 24.992 -0.086 0.156 0.021
O 13.597 50.399 25.732 -0.001 -0.27 -0.209
O 13.508 51.261 23.289 0.155 0.187 -0.231
O 11.325 54.098 25.58 -0.095 -0.238 -0.301
O 7.825 57.487 23.87 -0.131 0.244 -0.184
O 10.806 59.756 21.01 0.149 -0.19 -0.154
O 10.115 57.753 24.965 -0.054 -0.055 -0.443
O 11.462 63.281 24.567 0.083 -0.122 -0.317
O 11.509 63.846 27.345 -0.223 -0.132 -0.074
O 1.066 1.496 26.493 0.009 -0.156 -0.003
O 1.54 1.186 22.354 0.19 0.046 -0.355
O 7.803 3.727 30.783 -0.235 -0.206 0.358
O 4.203 7.715 27.921 -0.128 -0.031 0.169
O 3.282 9.45 26.212 -0.032 -0.274 -0.09
O 1.004 5.757 26.456 -0.073 -0.18 -0.193
O 0.955 8.271 25.596 0.061 0.031 -0.268
O 1.206 10.898 25.825 0.12 0.175 -0.188
O 3.194 6.865 25.53 0.015 0.078 -0.172
O -2.125 13.062 26.366 -0.106 -0.187 -0.1
O 1.486 13.432 25.99 -0.088 0.163 -0.382
O 6.304 15.428 27.136 0.069 -0.076 0.174
O 4.983 13.173 27.651 0.144 0.016 -0.141
O -1.944 15.668 25.577 -0.143 0.129 -0.155
O 2.373 17.26 26.213 0.16 -0.15 -0.167
O 5.541 21.424 24.094 0.122 -0.107 -0.407
O 5.443 18.673 24.092 -0.204 0.175 -0.282
O 2.101 21.806 28.416 0.083 0.102 0.145
O 3.6 24.043 28.5 0.195 -0.06 0.169
O 2.148 27.954 26.015 -0.109 0.148 -0.028
O 1.832 26.21 27.908 -0.128 -0.043 0.081
O 3.041 31.822 27.258 -0.078 0.09 -0.151
O 1.794 29.715 28.463 0.104 -0.265 0.062
O 0.519 32.175 28.007 -0.171 -0.166 0.201
O 0.611 33.749 30.138 0.02 -0.08 0.426
O 2.862 35.867 30.465 0.088 -0.266 0.334
O 1.632 38.849 26.137 -0.005 0.063 -0.27
O 4.83 41.211 25.901 0.02 -0.035 -0.267
O 1.331 43.289 24.093 -0.068 0.069 -0.3
O 1.152 44.958 26.187 0.031 -0.039 0.193
O 4.582 48.469 30.082 0.258 -0.022 0.242
O 5.695 46.752 28.294 -0.144 0.015 0.032
O 2.174 49.143 29.044 -0.07 -0.099 0.237
O 4.295 50.848 28.924 -0.116 0.069 -0.114
O 4.275 52.709 26.333 0.024 -0.108 0.012
O 3.709 53.249 23.762 -0.194 -0.052 -0.476
O 2.399 56.334 28.619 -0.051 0.11 0.169
O 2.86 57.778 26.397 0.133 -0.122 -0.226
O 4.758 58.717 29.089 0.002 0.159 -0.078
O 0.799 65.315 24.468 0.133 -0.104 -0.356
O 2.815 60.445 28.795 -0.131 0.092 0.118
O -0.848 63.379 28.751 0 0.101 -0.034
O 2.948 65.075 25.915 0.119 -0.166 -0.258
O 0.594 64.695 27.101 -0.303 0.146 -0.133
O 6.574 3.96 28.477 -0.064 -0.137 0.193
O 5.444 3.97 26.073 -0.089 -0.055 -0.23
O 13.509 1.827 30.137 0.127 -0.135 0.258
O 4.108 5.097 28.133 -0.067 -0.042 -0.107
O 9.764 7.642 28.009 0.096 -0.207 0.258
O 13.745 6.637 30.352 -0.033 0.124 0.193
O 7.704 9.376 28.033 0.047 -0.2 0.013
O 9.115 7.221 30.611 -0.13 0.014 0.396
O 9.744 9.788 26.43 0.143 0.032 0.078
O 8.885 9.804 30.378 0.166 -0.045 0.412
O 11.026 11.313 24.601 -0.155 0.098 -0.067
O 8.374 16.993 28.258 -0.125 -0.126 0.278
O 7.963 15.844 31.502 -0.206 0.05 0.218
O 7.301 16.665 23.85 -0.066 -0.119 -0.381
O 4.557 18.487 27.391 0.14 -0.049 0.026
O 5.433 25.827 29.426 -0.193 -0.004 0.31
O 8.686 22.143 28.118 0.131 0.127 -0.069
O 8.655 25.656 27.937 0.036 0.079 0.154
O 6.136 28.484 29.338 0.105 -0.156 0.098
O 6.586 28.45 23.79 -0.339 0.296 -0.388
O 8.458 28.258 28.061 -0.029 0.038 -0.051
O 10.135 30.566 25.983 -0.131 0.063 -0.195
O 7.937 31.743 25.34 0.198 0.052 -0.165
O 12.179 31.954 27.017 0.003 0.039 -0.079
O 6.311 34.755 28.628 0 0.205 0.122
O 6.238 32.778 26.931 -0.121 -0.069 -0.118
O 10.198 36.396 28.716 -0.062 0.127 0.11
O 7.13 40.064 29.69 0.045 -0.035 0.243
O 6.621 39.606 27.15 0.166 0.167 0.043
O 10.3 42.231 29.411 0.171 0.155 0.268
O 10.562 40.389 31.352 0.153 0.089 0.142
O 8.475 46.459 23.956 -0.203 -0.183 -0.132
O 7.641 47.326 26.267 -0.087 0.1 0.022
O 7.128 48.915 28.255 0.102 -0.148 0.215
O 11.895 47.911 26.264 0.006 0.108 0.049
O 8.404 50.947 29.205 0.015 -0.097 0.263
O 6.284 52.659 29.058 0.05 0.204 0.104
O 11.392 52.542 28.644 0.017 -0.029 0.237
O 13.173 54.112 27.538 0.122 0.056 0.103
O 7.391 51.728 26.865 -0.107 -0.023 -0.259
O 5.897 59.24 26.663 0.165 -0.094 0.074
O 9.851 59.076 29.661 0.04 -0.127 0.293
O 11.025 59.49 26.678 -0.073 -0.188 -0.06
O 4.139 62.416 27.297 -0.036 0.108 0.147
O 10.389 61.359 28.464 0.115 0.059 0.053
O 10.291 66.994 27.788 -0.188 0.119 0.139
O 13.057 65.703 28.29 -0.011 0.118 -0.27
O 10.794 -0.693 29.52 -0.017 0.041 0.306
O 17.76 3.89 21.962 -0.059 0.177 -0.275
O 8.117 7.757 25.918 0.028 0.006 -0.299
O 12.628 2.646 27.729 0.167 -0.154 -0.09
O 13.878 8.342 25.64 -0.127 0.077 -0.151
O 15.26 5.838 28.255 -0.035 -0.224 0.287
O 12.546 13.129 31.108 0.021 -0.085 0.379
O 15.764 20.085 27.669 -0.124 0.169 0.035
O 16.678 18.735 25.646 -0.222 -0.16 0.061
O 18.069 15.709 30.762 -0.289 0.053 0.32
O 14.163 22.13 27.427 0.128 0.156 -0.004
O 16.731 16.491 24.49 0.002 -0.108 -0.412
O 15.721 23.253 25.497 0.081 0.087 -0.092
O 13.101 22.621 24.986 0.072 0.134 -0.083
O 12.78 22.262 31.042 0.174 0.169 0.022
O 12.38 29.427 26.474 0.123 0.112 -0.096
O 13.602 27.023 27.3 0.159 0.005 0.165
O 12.014 36.458 26.599 -0.013 -0.026 -0.126
O 10.252 33.177 25.596 -0.102 -0.139 -0.251
O 15.854 37.552 27.374 -0.062 0.141 0.221
O 14.594 34.207 30.796 0.06 0.03 0.184
O 13.825 39.038 26.269 -0.119 0.122 0.062
O 15.711 39.133 24.541 0.044 -0.126 -0.092
O 8.696 42.341 31.456 -0.1 0.012 -0.106
O 16.304 42.298 28.873 -0.004 0.081 0.201
O 17.747 42.362 26.651 -0.093 -0.094 -0.007
O 15.457 44.681 27.875 -0.252 0.067 0.12
O 12.863 45.457 26.392 0.183 -0.211 -0.289
O 16.506 47.473 28.564 -0.075 -0.017 0.264
O 15.696 46.87 26.248 -0.138 -0.116 -0.128
O 15.482 49.468 27.29 0.273 -0.052 0.132
O 13.977 51.618 27.956 -0.142 -0.186 0.079
O 14.805 57.333 26.005 -0.025 0.084 -0.142
O 18.608 55.335 23.115 0.033 0.127 -0.016
O 12.753 60.125 28.63 0.116 0.016 0.264
O 11.814 60.432 23.344 -0.216 0.355 0.119
O 13.087 63.504 29.678 0.16 -0.125 0.302
O 15.127 67.155 27.949 -0.134 0.005 0.11
O 0.854 2.847 28.76 0.012 0.276 0.19
O 1.078 -0.734 29.838 -0.12 0.061 0.405
O 0.546 -0.484 32.598 0.113 -0.053 0.622
O -0.392 7.891 29.62 -0.093 -0.135 0.102
O -0.548 3.683 26.719 -0.219 0.103 -0.164
O 1.608 6.546 32.159 0.207 0.06 -0.178
O 1.969 6.779 28.874 -0.016 0.053 0.28
O -2.649 12.163 28.797 0.066 -0.173 0.323
O 1.282 14.796 28.268 0.047 -0.085 0.046
O 1.281 9.26 28.024 0.114 0.136 0.178
O 2.508 12.438 28.28 0.049 0.079 -0.043
O 4.404 12.155 30.15 0.077 -0.157 0.253
O 0.632 13.631 32.203 0.204 -0.259 0.195
O 3.651 14.535 29.473 0.06 -0.016 -0.008
O 2.907 16.892 28.758 -0.015 -0.017 0.105
O 0.953 24.017 29.003 0.093 0.211 0.006
O 1.821 23.633 26.511 -0.139 -0.056 0.021
O 2.103 19.247 28.016 0.048 0.243 0.173
O 3.086 21.941 32.001 0.084 0.056 -0.211
O -1.497 28.2 29.43 0.156 0.252 0.312
O -0.418 28.199 26.964 0.041 0.25 0.044
O 0.735 26.294 30.386 -0.104 0.16 0.349
O 2.49 28.21 30.779 -0.104 -0.124 0.439
O -2.121 30.073 31.168 -0.16 0.246 0.195
O 0.986 30.328 26.118 -0.05 0.18 0.08
O 3.493 33.33 31.106 0.017 -0.159 0.183
O -0.573 40.313 27.276 0.009 -0.041 -0.119
O 1.793 40.367 28.325 0.12 -0.05 0.243
O 2.387 37.709 28.511 -0.12 0.013 0.095
O -0.045 45.817 31.711 -0.053 0.102 0.152
O 1.875 46.981 30.4 0.184 -0.013 0.317
O -0.673 53.843 31.003 -0.027 -0.025 0.147
O 1.721 52.736 26.958 -0.01 0.124 -0.049
O 2.904 50.476 31.13 -0.235 -0.036 0.187
O -0.515 51.767 26.024 0.202 0.042 -0.011
O -2.968 55.826 24.224 0.1 -0.146 -0.21
O -0.361 55.91 24.16 0.113 -0.11 -0.359
O 2.505 58.17 30.399 0.053 0.013 0.248
O 3.095 55.039 26.53 0.214 0.057 -0.165
O 1.193 55.737 30.868 -0.04 -0.121 0.312
O -1.145 62.614 31.207 0.119 -0.162 0.051
O 3.95 60.267 31.172 -0.056 0.172 0.393
O 6.671 6.042 30.137 -0.215 0.247 0.233
O 6.104 1.795 31.539 -0.177 0.098 -0.161
O 8.323 -0.141 28.596 -0.057 -0.09 -0.021
O 9.66 1.408 30.425 0.161 -0.062 0.283
O 8.92 5.264 28.879 0.047 -0.152 0.263
O 5.204 4.184 31.253 -0.161 -0.058 0.381
O 9.14 13.817 30.354 -0.101 0.174 0.177
O 6.597 13.439 30.929 -0.076 0.229 0.184
O 10.709 11.675 30.079 0.243 -0.363 0.292
O 4.222 20.391 29.15 -0.074 0.124 -0.007
O 6.702 20.219 27.977 0.058 -0.154 -0.113
O 10.908 16.171 28.52 -0.019 0.078 -0.077
O 9.616 17.595 30.488 -0.186 0.092 0.209
O 4.854 23.571 30.765 -0.104 -0.343 0.327
O 8.569 25.925 31.687 -0.283 0.021 -0.076
O 10.541 23.994 28.676 0.073 -0.049 0.073
O 10.851 22.633 26.483 -0.194 0.051 -0.126
O 5.274 31.379 31.292 -0.042 -0.135 -0.06
O 2.838 30.866 30.416 0.154 -0.045 -0.104
O 8.765 27.673 33.659 0.266 0.122 -0.305
O 5.391 35.31 30.987 -0.028 -0.005 0.164
O 6.822 30.248 27.405 -0.18 0.155 -0.111
O 8.643 32.115 27.878 -0.008 -0.008 0.028
O 4.019 39.256 27.389 -0.003 -0.061 0.085
O 5.209 41.453 28.501 0.029 -0.1 0.131
O 6.72 46.79 30.713 0.127 -0.345 0.304
O 4.416 45.824 30.535 -0.034 -0.16 0.316
O 7.708 42.428 28.666 -0.044 -0.116 0.032
O 3.707 53.472 28.669 -0.215 0.254 0.063
O 4.45 52.551 30.976 -0.181 0.186 0.103
O 8.22 48.867 30.781 -0.142 0.055 0.452
O 9.828 48.667 28.73 0.205 -0.204 0.218
O 7.378 59.039 28.835 0.014 0.363 0.011
O 6.105 56.739 31.635 -0.209 0.174 0.084
O 8.784 53.384 28.601 -0.047 0.37 -0.153
O 10.499 54.191 30.547 0.048 0.171 0.396
O 3.91 62.615 29.919 0.308 0.009 0.381
O 6.038 61.879 31.367 0.066 -0.183 0.048
O 5.941 61.102 28.571 -0.08 0.192 0.249
O 8.693 61.12 30.773 -0.054 -0.074 0.325
O 9.97 4.705 23.734 0.142 0.328 -0.256
O 8.627 11.816 28.604 -0.154 -0.03 -0.153
O 11.315 6.218 29.593 0.324 0.248 0.301
O 15.311 3.648 30.566 0.113 0.129 0.064
O 12.685 10.519 31.4 0.161 -0.28 0.2
O 10.659 13.558 28.224 0.011 -0.261 -0.042
O 13.028 19.76 27.941 0.1 0.139 0.133
O 10.552 18.747 28.386 0.072 0.114 -0.009
O 10.444 26.277 30.008 -0.113 -0.188 0.299
O 11.07 21.355 28.765 0.09 -0.079 0.011
O 14.494 20.784 29.89 0.107 -0.117 0.185
O 14.895 20.733 25.283 0.122 0.171 -0.124
O 10.645 30.404 28.522 0.09 0.116 -0.038
O 15.631 25.904 28.29 0.092 0.058 -0.058
O 11.07 26.468 27.554 -0.056 0.266 0.086
O 9.593 37.931 30.793 0.061 -0.004 0.346
O 12.845 36.399 29.068 0.287 0.142 0.078
O 13.589 32.485 32.402 0.163 -0.078 0.044
O 11.856 31.161 30.988 0.035 0.021 -0.035
O 14.146 38.84 28.856 -0.067 0.05 0.026
O 12.186 38.521 30.486 0 0.238 0.031
O 11.407 46.498 28.437 -0.162 0.183 0.034
O 17.136 37.554 30.406 -0.038 0.25 0.073
O 14.912 44.018 30.417 0.009 0.122 0.178
O 13.499 53.035 30.091 0.046 -0.028 0.287
O 13.81 49.187 31.584 -0.242 0.114 0.157
O 13.831 47.455 27.991 0.095 0.019 0.099
O 16.388 48.857 30.714 -0.055 0.078 0.349
O 10.808 56.622 31.672 0.215 0.013 -0.014
O 8.408 55.226 31.758 -0.1 -0.212 0.038
O 12.333 56.46 26.477 -0.109 -0.046 -0.188
O 17.121 56.212 26.599 0.131 -0.291 -0.059
O 7.885 63.366 30.099 0.036 -0.094 0.082
O 11.414 60.852 30.808 0.016 0.186 0.022
O 14.095 60.335 30.961 0.333 -0.05 0.221
O 1.002 44.56 29.597 -0.087 -0.099 0.314
O 14.5 13.489 33.215 0.102 -0.257 -0.183

Results
total energy: -434277.817 eV
total energy less fixed offsets of O -438.04, Si -107.15 eV per atom: 10.703 eV
